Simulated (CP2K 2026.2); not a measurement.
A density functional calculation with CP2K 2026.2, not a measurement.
Periodic cell of 2016 atoms, Si1440O576, from a study of silicon, its oxide and their interface. The atomic structure is a simulated model.
Doubt: the forces sum to 4.47 eV/angstrom along one axis rather than to zero, so they err by at least 0.0022 eV/angstrom per atom on average; the grid cutoff is modest.

Settings: functional PBE; method Gaussian and plane waves; basis set DZVP-MOLOPT-SR-GTH; pseudopotentials GTH-PBE; grid cutoff 300 Ry, relative cutoff 40 Ry; k points Gamma only; occupations fixed; spin none; net charge 0.

Cell vectors (angstrom)
a 65.28 0 0
b 0 16.32 0
c -1.3136 -2.3714 33.4987

Atoms and the computed forces on them: element, x, y, z (angstrom), force x, y, z (eV/angstrom)
Si 1.017 -0.838 0.15 0.086 -0.229 0.75
Si 4.225 1.243 0.502 0.041 -0.045 0.43
Si 2.011 3.452 0.149 -0.181 0.184 0.73
Si 4.372 6.287 -0.184 -0.311 0.523 0.614
Si 1.556 -6.643 0.149 0.073 -0.329 0.616
Si 3.936 -3.986 0.298 -0.084 0.179 0.608
Si 6.315 -0.992 -0.016 0.147 -0.061 0.66
Si 9.337 1.246 0.163 -0.089 0.232 0.623
Si 6.804 4.264 0.116 0.143 -0.331 0.708
Si 9.267 7.005 0.077 0.182 0.051 0.749
Si 7.137 9.295 -0.242 -0.232 0.165 0.765
Si 10.239 -4.659 -0.162 -0.214 0.179 0.775
Si 12.841 -1.749 -0.056 -0.216 0.038 0.653
Si 14.547 1.542 0.295 0.187 0.059 0.725
Si 12.39 3.833 0.1 -0.185 0.2 0.782
Si 14.493 7.187 -0.042 0.197 -0.101 0.652
Si 12.368 -6.872 0.375 -0.017 -0.013 0.523
Si 14.95 -4.009 0.414 0.026 0.05 0.523
Si 18.096 -1.931 0.09 -0.135 0.41 0.659
Si 20.024 1.809 -0.062 0.142 -0.271 0.753
Si 17.741 4.013 0.107 -0.156 0.09 0.738
Si 20.208 6.863 -0.148 0.103 0.086 0.751
Si 17.039 -6.283 -0.048 0.238 -0.202 0.785
Si 20.429 -4.066 0.459 -0.002 -0.068 0.489
Si 23.359 -1.517 0.127 -0.054 0.054 0.704
Si 25.792 1.579 -0.088 0.118 -0.205 0.729
Si 23.459 3.719 -0.136 -0.224 0.226 0.785
Si 26.146 6.484 0.094 -0.117 0.044 0.806
Si 22.603 -6.218 -0.227 0.187 -0.197 0.73
Si 25.61 -3.669 -0.064 0.053 -0.206 0.708
Si 28.869 -1.5 -0.064 -0.185 0.143 0.813
Si 31.708 1.132 0.105 -0.248 0.152 0.815
Si 28.426 4.356 -0.007 0.154 -0.205 0.733
Si 31.083 6.965 0.239 0.117 -0.015 0.713
Si 28.817 -7.196 -0.037 -0.119 0.29 0.728
Si 31.01 -3.814 0.047 0.095 -0.139 0.82
Si 33.781 -1.199 0.247 0.147 -0.183 0.795
Si 36.679 1.337 0.32 0.022 -0.003 0.483
Si 34.588 3.656 0.016 -0.123 0.025 0.761
Si 36.414 7.162 0.263 0.013 -0.131 0.802
Si 34.191 -6.986 0.184 -0.139 0.114 0.797
Si 36.74 -4.167 0.156 -0.291 0.199 0.767
Si 38.781 -0.945 -0.071 0.134 -0.023 0.722
Si 41.668 1.78 -0.072 0.118 -0.257 0.77
Si 39.449 4.037 -0.041 -0.152 0.226 0.71
Si -23.104 6.842 -0.129 0.044 -0.133 0.708
Si 38.951 -6.438 0.07 0.317 -0.309 0.765
Si -23.256 12.053 -0.12 -0.046 0.181 0.621
Si -20.337 -1.545 -0.155 -0.327 0.316 0.571
Si -17.933 1.49 -0.065 0.162 -0.197 0.653
Si -20.233 3.646 -0.013 -0.128 0.305 0.726
Si -17.478 6.685 0.147 -0.365 0.193 0.674
Si -20.848 9.979 -0.103 0.012 -0.174 0.696
Si -18.148 -3.91 0.068 0.316 -0.237 0.721
Si -14.571 -1.743 -0.17 -0.361 0.276 0.649
Si -12.315 1.311 -0.126 0.015 0.083 0.742
Si -15.291 4.388 0.14 0.266 -0.377 0.715
Si -12.592 6.913 0.003 0.342 -0.203 0.686
Si -14.739 -7.064 0.094 -0.168 0.215 0.695
Si -12.302 -3.969 0.017 0.218 -0.227 0.733
Si -9.045 -1.651 -0.221 -0.265 0.202 0.761
Si -6.246 0.985 -0.09 -0.248 0.279 0.786
Si -9.419 4.167 -0.38 -0.271 0.017 0.737
Si -7.17 7.089 -0.018 0.293 -0.104 0.741
Si -9.457 -7.075 0.06 -0.085 0.255 0.722
Si -6.885 -3.895 0.106 -0.005 -0.065 0.778
Si -4.022 -1.19 0.201 0.05 -0.259 0.712
Si -1.22 1.306 0.477 0.027 0.022 0.483
Si -3.339 3.547 0.073 -0.146 0.028 0.716
Si -1.498 6.93 0.19 0.255 -0.121 0.76
Si -3.685 -7.108 0.109 -0.165 0.178 0.864
Si -0.746 -4.496 0.125 -0.244 0.16 0.838
Si 2.687 -0.032 1.64 -0.033 -0.066 -0.056
Si 5.694 2.69 1.519 0.033 0.101 -0.029
Si 2.906 5.262 1.344 -0.005 0.016 -0.105
Si 5.444 8.142 1.04 0.004 -0.061 -0.053
Si 2.8 -5.437 1.661 -0.028 0.002 -0.015
Si 5.355 -2.563 1.444 0.019 -0.038 -0.035
Si 8.064 -0.166 1.439 -0.031 -0.099 -0.066
Si 10.712 2.769 1.374 0.021 -0.046 -0.044
Si 8.195 5.499 1.498 0.001 0.009 -0.055
Si 10.847 -8.223 1.468 -0.04 -0.013 -0.046
Si 8.327 -5.474 1.116 -0.016 0.021 -0.038
Si 11.094 -2.861 1.177 -0.06 0.075 -0.076
Si 13.533 -0.102 1.532 -0.046 0.015 -0.018
Si 16.238 2.753 1.38 0.009 0.002 -0.052
Si 13.517 5.499 1.336 0.02 -0.024 -0.014
Si 16.159 -8.045 1.288 0.021 -0.045 -0.031
Si 13.621 -5.425 1.677 0.004 0 -0.044
Si 16.428 -2.691 1.593 -0.031 0.034 -0.083
Si 19.019 0.015 1.162 -0.041 0.006 -0.034
Si 21.759 2.766 1.222 0.028 0.008 -0.014
Si 18.982 5.539 1.367 0.032 -0.005 -0.064
Si 21.688 -8.054 1.085 -0.011 -0.013 -0.103
Si 18.855 -5.484 1.383 -0.047 -0.072 -0.03
Si 21.868 -2.644 1.556 0.063 0.008 -0.031
Si 24.586 0.061 1.311 -0.003 0.057 -0.033
Si 27.264 2.765 1.296 -0.027 0 -0.058
Si 24.488 5.352 1.269 -0.024 -0.031 -0.012
Si 27.225 -8.203 1.361 -0.018 0.003 -0.036
Si 24.405 -5.34 1.139 0.027 -0.009 -0.086
Si 27.22 -2.604 1.272 0.066 -0.021 -0.058
Si 29.978 0.056 1.31 0.013 -0.032 -0.077
Si 32.812 2.744 1.358 -0.006 0.021 -0.083
Si 29.897 5.429 1.476 -0.034 -0.029 -0.039
Si 32.626 -8.146 1.468 0.024 0.01 -0.025
Si 29.849 -5.465 1.255 0.002 0.003 -0.037
Si 32.547 -2.736 1.474 -0.03 0.008 -0.044
Si 35.296 -0.024 1.583 -0.018 -0.015 -0.052
Si 38.049 2.826 1.443 0.03 0.035 -0.037
Si 35.388 5.396 1.409 -0.04 0.067 -0.057
Si 37.974 -8.014 1.508 -0.014 0.015 -0.025
Si 35.271 -5.394 1.499 0.006 -0.037 -0.049
Si 37.898 -2.571 1.4 0.027 -0.04 -0.029
Si 40.551 0.095 1.161 0.023 0.015 -0.075
Si -21.898 2.675 1.299 0.001 0.012 -0.013
Si -24.547 5.536 1.24 0.013 -0.023 -0.056
Si -21.78 8.214 1.207 -0.011 0.036 -0.027
Si -24.638 10.889 1.338 -0.003 -0.014 -0.008
Si -22.008 -2.653 1.112 0.005 -0.023 -0.044
Si -19.167 -0.02 1.224 0 -0.004 -0.047
Si -16.356 2.633 1.243 0.004 -0.001 -0.021
Si -19.163 5.418 1.206 -0.011 -0.011 -0.035
Si -16.372 -8.075 1.434 0.029 0.011 -0.073
Si -19.289 -5.399 1.389 0.005 -0.052 -0.037
Si -16.334 -2.775 1.09 -0.001 -0.007 -0.012
Si -13.546 -0.131 1.227 -0.025 0.014 -0.055
Si -10.868 2.789 1.028 0.034 -0.011 -0.068
Si -13.658 5.42 1.421 -0.001 0.006 0.022
Si -10.943 -8.306 1.337 -0.032 -0.04 -0.019
Si -13.53 -5.497 1.328 -0.014 0.02 -0.042
Si -10.716 -2.712 1.176 0.03 0.021 -0.051
Si -7.999 -0.03 1.142 0.022 -0.021 -0.018
Si -5.202 2.631 1.238 -0.04 0.009 -0.047
Si -8.225 5.441 1.24 0.021 -0.045 -0.041
Si -5.401 8.084 1.244 -0.06 -0.025 -0.015
Si -8.179 -5.468 1.273 0.003 -0.015 -0.045
Si -5.3 -2.757 1.402 -0.015 0.039 -0.053
Si -2.637 -0.055 1.669 -0.021 -0.043 -0.055
Si 0.253 2.695 1.56 0.019 0.039 -0.085
Si -2.545 5.291 1.459 -0.044 0.014 -0.029
Si 0.245 8.058 1.302 -0.005 0.026 -0.087
Si -2.502 -5.513 1.351 0.003 0.043 -0.058
Si 0.137 -2.7 1.383 -0.022 0.014 -0.048
Si 1.455 1.351 3.007 0.002 0.023 0.107
Si 4.26 4.039 2.819 -0.005 -0.018 0.063
Si 1.535 6.68 2.68 0 -0.02 -0.003
Si 4.256 9.424 2.685 0.049 -0.049 0.021
Si 1.43 -4.011 2.872 -0.006 0.024 0.042
Si 4.075 -1.363 2.946 0.003 -0.002 0.046
Si 6.933 1.297 2.887 0.034 -0.021 0.017
Si 9.538 4.132 2.837 0.013 0.009 0.018
Si 6.74 6.881 2.677 -0.073 0.04 0.046
Si 9.51 -6.766 2.73 0.004 0.035 0.023
Si 6.898 -4.072 2.525 -0.007 0.001 -0.027
Si 9.599 -1.53 2.592 0.038 -0.024 -0.006
Si 12.085 1.325 2.735 0.007 0.041 0.036
Si 14.919 4.162 2.718 -0.026 -0.014 0
Si 12.196 6.749 2.812 0.009 -0.007 0.024
Si 14.983 -6.818 2.903 0.03 -0.037 0.038
Si 12.245 -4.023 2.868 -0.03 0.016 0.016
Si 15.032 -1.296 2.865 0.018 0.002 0.044
Si 17.66 1.344 2.644 0.032 -0.037 0
Si 20.442 4.166 2.635 -0.012 -0.013 0.023
Si 17.589 6.903 2.655 -0.024 0.049 -0.028
Si 20.323 -6.852 2.634 0.039 0.021 -0.013
Si 17.701 -4.116 2.9 -0.006 -0.009 0.057
Si 20.399 -1.235 2.699 -0.059 0.014 0.01
Si 23.104 1.38 2.627 -0.009 0.01 0.013
Si 25.849 4.062 2.702 0.008 0.025 0.01
Si 23.093 6.863 2.488 -0.037 -0.016 -0.006
Si 25.773 -6.755 2.541 -0.006 0.042 0
Si 23.215 -4.081 2.772 0.008 -0.024 0.038
Si 25.911 -1.283 2.711 -0.018 -0.024 0.016
Si 28.596 1.394 2.666 -0.014 -0.036 -0.009
Si 31.345 4.061 2.705 0.028 -0.033 0.004
Si 28.537 6.801 2.811 -0.005 -0.003 0.033
Si 31.232 -6.741 2.731 -0.017 0.01 0.002
Si 28.491 -4.085 2.631 0.025 0.025 0.031
Si 31.222 -1.319 2.786 0.026 0.035 0.044
Si 33.982 1.396 2.872 -0.035 0.008 0.061
Si 36.722 4.143 2.838 0.002 -0.006 0.01
Si 33.959 6.735 2.764 0.023 0.02 0.022
Si 36.638 -6.705 2.887 0.012 0.016 0.043
Si 33.898 -4.073 2.828 0.002 0.02 -0.001
Si 36.623 -1.365 2.906 -0.006 -0.019 0.037
Si 39.378 1.408 2.729 0.002 -0.035 0.056
Si -23.197 4.142 2.628 -0.02 0.01 0.002
Si -25.882 6.857 2.687 -0.009 -0.015 -0.013
Si -23.22 9.503 2.619 0.003 -0.013 0.02
Si -25.94 12.341 2.677 -0.011 -0.024 0.013
Si -23.314 -1.29 2.516 -0.039 0.024 -0.03
Si -20.533 1.299 2.632 0.034 -0.001 0.031
Si -17.766 4.039 2.587 0.031 0 0.039
Si -20.455 6.826 2.589 -0.02 -0.014 -0.011
Si -17.824 -6.744 2.675 0.004 0.024 0.011
Si -20.634 -3.961 2.631 -0.012 0.024 0.022
Si -17.706 -1.387 2.503 -0.005 -0.001 0.036
Si -14.953 1.266 2.542 -0.009 0.014 0.022
Si -12.193 4.024 2.583 0.028 0.004 0
Si -15.011 6.823 2.754 0 0.003 0.02
Si -12.221 -6.865 2.691 0.021 0.011 0.045
Si -15.004 -4.109 2.556 0.01 0.013 0.021
Si -12.139 -1.418 2.574 0.003 -0.018 0.029
Si -9.473 1.367 2.41 -0.024 -0.012 0
Si -6.712 4.042 2.479 0.005 -0.022 -0.011
Si -9.551 6.709 2.69 0.006 0.018 0.029
Si -6.749 -6.833 2.603 0 -0.001 0.023
Si -9.488 12.222 2.64 -0.021 -0.008 0.021
Si -6.716 -1.355 2.669 0.001 0.03 0.041
Si -4.023 1.372 2.848 -0.015 0.03 0.045
Si -1.134 4.085 2.847 0.001 -0.025 0.044
Si -4.063 6.682 2.646 0.045 0.042 -0.016
Si -1.158 -6.892 2.708 0.017 -0.002 0.048
Si -3.929 -4.16 2.688 0.007 -0.016 0.001
Si -1.256 -1.484 2.855 0.029 -0.003 0.04
Si 0.058 -0.069 4.221 0.032 -0.034 -0.032
Si 2.873 2.734 4.226 -0.027 0.023 -0.008
Si 0.174 5.458 4.164 0.026 -0.022 0.023
Si 2.859 8.094 4.046 -0.012 0.015 -0.001
Si 0.074 -5.467 4.125 -0.04 0.018 -0.025
Si 2.789 -2.752 4.275 -0.012 -0.007 0.029
Si 5.485 0.016 4.213 -0.029 0.034 -0.015
Si 8.244 2.716 4.194 -0.029 0.015 -0.001
Si 5.519 5.484 4.143 0.038 0 -0.015
Si 8.146 -8.129 4.076 0.026 -0.028 -0.015
Si 5.59 -5.46 3.995 0.024 0.028 -0.026
Si 8.225 -2.8 4.021 -0.015 0.039 0.024
Si 10.821 -0.079 4.083 -0.024 -0.013 -0.012
Si 13.548 2.728 4.04 -0.023 0.002 -0.051
Si 10.896 5.43 4.211 -0.018 0.026 0.033
Si 13.577 -8.194 4.16 -0.027 0.026 -0.014
Si 10.867 -5.429 4.139 0.004 -0.021 -0.012
Si 13.653 -2.686 4.182 0.021 -0.013 -0.018
Si 16.374 0.077 4.159 0.036 0.015 0.024
Si 19.068 2.748 3.972 -0.008 -0.028 -0.036
Si 16.3 5.5 4.065 -0.003 0.004 0.009
Si 19.012 -8.162 4.066 -0.028 0.035 0.024
Si 16.338 -5.451 4.237 0.034 -0.026 0.008
Si 19.094 -2.66 4.101 -0.012 0.014 -0.02
Si 21.772 0.069 4.067 0.028 -0.019 0.005
Si 24.464 2.72 4.035 -0.001 -0.002 -0.012
Si 21.789 5.525 3.983 0.016 0.001 -0.013
Si 24.447 -8.14 3.933 0.007 -0.008 0.006
Si 21.735 -5.458 4.007 -0.017 0.031 -0.035
Si 24.557 -2.679 4.082 -0.03 0.005 0.007
Si 27.241 0.059 4.079 -0.004 0.005 -0.006
Si 29.946 2.722 4.063 0.017 0.018 -0.001
Si 27.16 5.432 4.107 -0.006 -0.008 -0.001
Si 29.902 -8.127 4.109 0.003 -0.011 -0.007
Si 27.128 -5.43 3.996 -0.002 -0.003 -0.013
Si 29.847 -2.733 4.068 -0.012 -0.007 -0.058
Si 32.585 0.02 4.17 0.009 -0.018 -0.029
Si 35.358 2.761 4.18 -0.019 -0.002 -0.024
Si 32.604 5.429 4.143 0.015 0.004 -0.014
Si 35.297 -8.176 4.135 0.002 -0.016 -0.058
Si 32.56 -5.437 4.162 -0.021 -0.039 -0.006
Si 35.263 -2.736 4.202 -0.003 0.007 0.003
Si 38.031 0.048 4.132 0.026 0.03 -0.04
Si -24.512 2.762 4.044 -0.004 -0.006 -0.031
Si -27.195 5.508 4.123 0.031 -0.016 0.008
Si -24.531 8.183 4.055 0.018 0.048 0.01
Si -27.243 10.984 4.135 -0.005 0.004 -0.029
Si -24.56 -2.653 4.01 0 0.01 -0.021
Si -21.903 -0.033 3.964 0.01 -0.017 0.025
Si -19.134 2.691 3.95 -0.025 0.041 -0.032
Si -21.826 5.488 3.978 -0.011 0.018 -0.005
Si -19.116 -8.172 4 -0.01 -0.021 0.015
Si -21.897 -5.41 3.986 0.021 -0.027 -0.021
Si -19.121 -2.683 3.918 0.005 -0.005 -0.022
Si -16.363 -0.039 3.907 0.01 -0.012 -0.009
Si -13.59 2.647 3.901 -0.025 0.01 -0.006
Si -16.402 5.393 3.988 -0.017 -0.023 -0.034
Si -13.616 -8.165 4.06 0 -0.007 0.014
Si -16.389 -5.405 3.97 0.028 0.012 -0.025
Si -13.592 -2.757 3.901 0.008 -0.012 -0.032
Si -10.809 0.012 3.875 0.023 0.011 -0.012
Si -8.108 2.681 3.849 0.004 0.012 -0.01
Si -10.895 5.359 4.02 -0.026 0.014 0.011
Si -8.134 8.121 3.96 0.002 0.014 -0.017
Si -10.858 10.856 3.991 0.015 0.002 0.005
Si -8.103 -2.741 3.983 0.018 0.011 -0.023
Si -5.412 -0.019 4.102 -0.004 -0.027 -0.013
Si -2.594 2.722 4.128 0.009 -0.018 -0.04
Si -5.429 5.362 3.985 -0.015 -0.011 0.026
Si -2.64 8.081 3.985 0.005 -0.015 -0.054
Si -5.366 -5.503 3.99 -0.015 -0.015 -0.018
Si -2.656 -2.817 4.141 -0.016 0.002 0.006
Si 1.379 -1.304 16.371 0.008 -0.007 0.022
Si 4.021 1.37 16.334 -0.008 -0.03 0.021
Si 1.33 4.095 16.357 -0.007 0.022 0.029
Si 4.108 6.855 16.298 0.012 -0.024 -0.001
Si 1.377 -6.725 16.312 0.037 0.007 0.02
Si 4.108 -3.996 16.337 0.006 0.001 0.003
Si 6.786 -1.311 16.285 0.008 0.008 -0.012
Si 9.566 1.388 16.283 0.001 -0.01 -0.015
Si 6.815 4.177 16.238 0.016 0.01 -0.019
Si 9.568 -9.398 16.329 0.008 0.009 -0.001
Si 6.848 -6.701 16.378 0.014 -0.001 0.014
Si 9.577 -4.082 16.316 -0.012 0.002 0
Si 12.297 -1.324 16.302 0.002 0.001 -0.01
Si 15.015 1.446 16.332 0.005 0.014 0.014
Si 12.296 4.149 16.328 0.022 -0.002 0.012
Si 15.029 -9.444 16.436 0.009 0.005 0.01
Si 12.319 -6.729 16.429 -0.004 0.019 0.037
Si 14.979 -4.03 16.383 -0.012 -0.003 0.013
Si 17.703 -1.307 16.333 0.016 -0.01 -0.008
Si 20.418 1.44 16.404 0.012 0.018 0.005
Si 17.709 4.174 16.439 0.009 0.013 0.014
Si 20.415 -9.5 16.398 0.008 -0.018 -0.001
Si 17.723 -6.754 16.405 0.003 0.002 0.016
Si 20.407 -4.058 16.358 -0.003 -0.003 -0.009
Si 23.122 -1.343 16.369 0.011 -0.016 0.01
Si 25.818 1.343 16.355 0.017 -0.007 -0.007
Si 23.123 4.09 16.448 0.006 -0.009 0.017
Si 25.784 -9.557 16.35 -0.003 -0.01 0.004
Si 23.1 -6.79 16.338 0.001 -0.011 0.002
Si 25.833 -4.055 16.352 0 0.006 0.008
Si 28.528 -1.33 16.344 -0.016 0.021 0.006
Si 31.269 1.268 16.338 -0.013 -0.012 -0.013
Si 28.524 4.03 16.313 0.001 0.004 0.002
Si 31.29 -9.579 16.335 0.01 -0.001 -0.027
Si 28.532 -6.82 16.326 0.01 -0.015 -0.002
Si 31.31 -4.111 16.316 -0.012 0.032 -0.001
Si 34.012 -1.449 16.42 -0.024 0.003 0.021
Si 36.756 1.28 16.397 -0.004 -0.014 0.004
Si 34.011 4.01 16.329 -0.014 0.002 -0.007
Si 36.758 -9.583 16.367 -0.002 0.011 -0.001
Si 34.029 -6.856 16.394 0.007 0.014 0.027
Si 36.694 -4.16 16.416 -0.014 -0.011 0.011
Si 39.44 -1.352 16.363 -0.029 -0.006 0.008
Si -23.103 1.367 16.303 -0.001 0.002 0.015
Si -25.824 4.052 16.402 -0.016 0.005 0.036
Si -23.136 6.754 16.291 0 -0.011 0.005
Si -25.856 9.453 16.384 0.022 -0.028 0.024
Si -23.109 -4.087 16.251 -0.003 -0.003 -0.008
Si -20.386 -1.371 16.225 0.005 -0.03 0.015
Si -17.653 1.346 16.179 -0.004 0.005 -0.003
Si -20.389 4.02 16.231 -0.003 -0.022 0.004
Si -17.674 -9.553 16.144 0.012 0.007 0.003
Si -20.399 -6.828 16.179 0.004 -0.008 -0.001
Si -17.702 -4.079 16.096 0.017 -0.001 0.001
Si -15.013 -1.391 16.122 -0.013 0.007 0.01
Si -12.282 1.315 16.072 0 0.003 0.001
Si -14.988 4.031 16.083 -0.007 -0.018 0
Si -12.276 -9.548 16.056 -0.002 0 0.005
Si -14.981 -6.861 16.064 0.008 -0.005 -0.005
Si -12.29 -4.117 16.117 -0.004 0.016 0.026
Si -9.586 -1.447 16.079 -0.006 -0.01 -0.005
Si -6.825 1.299 16.142 -0.018 0.002 0.007
Si -9.553 4.041 16.065 0.002 -0.014 -0.02
Si -6.809 6.753 16.116 -0.006 0.01 0.014
Si -9.568 9.5 16.082 0.007 0.006 0.006
Si -6.855 -4.16 16.128 -0.002 -0.004 -0.001
Si -4.073 -1.339 16.248 0.011 0.027 0.031
Si -1.363 1.388 16.295 0.008 0.01 0.016
Si -4.07 4.055 16.191 0.014 0.006 0.012
Si -1.382 6.809 16.268 -0.032 0.016 0.013
Si -4.099 9.522 16.18 -0.029 0.015 0.006
Si -1.307 -4.004 16.309 0.031 0.01 0.021
Si 2.715 0.015 17.817 0.026 0.015 0.047
Si 5.422 2.812 17.521 0.026 0.037 -0.017
Si 2.719 5.518 17.642 -0.032 0.02 0.011
Si 5.468 8.217 17.667 0.016 -0.021 0.011
Si 2.73 -5.328 17.683 -0.033 0.001 0.013
Si 5.443 -2.612 17.708 -0.011 0.028 0.008
Si 8.151 0.049 17.599 0.001 -0.017 0.009
Si 10.962 2.719 17.618 -0.01 -0.001 0.034
Si 8.131 5.585 17.59 -0.064 0.001 0.012
Si 10.913 -8.068 17.763 -0.04 -0.024 0.016
Si 8.233 -5.355 17.772 0.003 0.022 0.045
Si 10.927 -2.697 17.622 0.023 -0.012 -0.011
Si 13.689 0.024 17.632 -0.025 -0.001 -0.028
Si 16.294 2.833 17.757 -0.016 -0.021 0.035
Si 13.607 5.523 17.736 -0.017 -0.037 -0.006
Si 16.397 -8.084 17.831 -0.01 0.023 0.011
Si 13.679 -5.37 17.835 0.03 -0.003 0.049
Si 16.335 -2.638 17.7 0.007 0.028 -0.03
Si 19.019 0.077 17.694 -0.041 -0.007 0.011
Si 21.76 2.759 17.854 -0.001 -0.029 0.01
Si 19.068 5.532 17.843 -0.021 0.034 0.005
Si 21.783 -8.15 17.737 0.025 0.008 0.017
Si 19.072 -5.388 17.769 0.032 -0.014 0.032
Si 21.78 -2.727 17.713 0.009 0.023 0.022
Si 24.446 0.032 17.75 0.014 -0.023 0
Si 27.213 2.648 17.705 0.01 0.013 -0.002
Si 24.511 5.415 17.828 -0.001 0.024 0.063
Si 27.112 -8.158 17.657 0.036 0.021 -0.03
Si 24.48 -5.451 17.675 -0.012 -0.004 -0.014
Si 27.125 -2.618 17.71 -0.016 -0.003 0.036
Si 29.91 -0.048 17.757 0.004 0.04 0.02
Si 32.671 2.597 17.647 0.044 -0.001 0.001
Si 29.892 5.379 17.64 -0.008 -0.037 0.025
Si 32.67 -8.252 17.71 -0.022 -0.014 0.051
Si 29.936 -5.459 17.626 0.008 -0.027 0.001
Si 32.669 -2.862 17.782 0.037 -0.042 0.038
Si 35.397 -0.092 17.772 0.021 0.008 0.021
Si 38.129 2.63 17.773 0.043 0.001 -0.031
Si 35.415 5.327 17.681 -0.014 -0.034 -0.04
Si 38.074 -8.249 17.808 -0.011 0.009 0.024
Si 35.383 -5.563 17.855 0.028 -0.001 0.012
Si 38.055 -2.735 17.696 0.026 0.048 -0.021
Si 40.803 0.065 17.701 -0.013 0 0.011
Si -21.699 2.676 17.677 0.019 -0.006 0
Si -24.458 5.442 17.763 -0.008 0.026 0.006
Si -21.722 8.121 17.56 -0.008 0.009 0.01
Si -24.429 10.857 17.625 -0.013 -0.016 0.004
Si -21.741 -2.724 17.597 -0.006 0.021 0.034
Si -19.004 0.008 17.552 0.03 0.004 0.008
Si -16.232 2.653 17.527 0.053 0.013 0.02
Si -18.981 5.378 17.511 -0.001 -0.013 0.022
Si -16.309 -8.18 17.478 -0.004 0.003 0.026
Si -18.998 -5.457 17.464 -0.025 0.001 0.014
Si -16.42 -2.699 17.484 -0.029 -0.01 0.013
Si -13.623 -0.045 17.44 -0.016 0.025 0.006
Si -10.931 2.692 17.392 0.024 -0.006 0.034
Si -13.669 5.439 17.384 0.007 -0.003 0.004
Si -10.944 -8.171 17.401 -0.003 0.001 0.032
Si -13.649 -5.521 17.424 0.002 -0.006 0.028
Si -10.936 -2.764 17.489 0.001 0.025 0.022
Si -8.233 -0.105 17.413 0.027 0.014 0.018
Si -5.436 2.65 17.479 -0.026 -0.015 -0.017
Si -8.18 5.366 17.42 0.034 0.035 0.026
Si -5.484 8.135 17.485 0.003 0.007 -0.012
Si -8.219 -5.528 17.499 0.009 -0.021 0.035
Si -5.525 -2.756 17.438 -0.025 -0.013 -0.016
Si -2.691 0.02 17.666 -0.029 -0.042 0.016
Si -0.064 2.738 17.737 0.001 0.008 0.031
Si -2.768 5.433 17.603 -0.009 -0.029 -0.001
Si -0.003 -8.13 17.593 -0.007 -0.024 0.025
Si -2.715 -5.427 17.513 -0.003 -0.001 -0.025
Si 0.016 -2.614 17.771 -0.032 -0.022 0.021
Si 1.287 1.381 19.149 -0.007 -0.027 -0.024
Si 4.148 4.172 18.92 0.014 0.001 -0.022
Si 1.345 6.873 19.003 0.036 0 -0.056
Si 4.085 -6.733 18.972 -0.018 -0.041 -0.014
Si 1.457 -3.928 19.118 0.017 0.028 -0.013
Si 4.154 -1.315 19.227 0.002 -0.009 -0.013
Si 6.75 1.466 18.848 -0.022 0.008 -0.066
Si 9.514 4.153 18.763 0.027 -0.01 -0.083
Si 6.853 6.935 19.083 0.063 -0.004 -0.035
Si 9.591 -6.719 19.185 -0.01 0.022 -0.011
Si 6.865 -3.89 19.048 0.052 -0.006 -0.056
Si 9.481 -1.386 18.895 -0.048 -0.024 -0.05
Si 12.326 1.312 18.983 0.024 -0.006 -0.071
Si 14.901 4.183 19.152 0.001 -0.009 0.003
Si 12.262 -9.444 19.12 0.014 0.001 -0.004
Si 15.08 -6.726 19.248 -0.022 0.038 -0.03
Si 12.287 -3.916 19.099 -0.019 0.026 -0.021
Si 15.053 -1.227 19.083 0.045 0.022 0.018
Si 17.653 1.445 19.07 0.002 -0.029 -0.026
Si 20.42 4.174 19.216 0.022 0.009 0.025
Si 17.762 -9.386 19.266 0.038 0.013 -0.008
Si 20.457 -6.777 19.11 -0.013 0.002 -0.018
Si 17.643 -4.003 19.059 -0.014 -0.024 -0.006
Si 20.395 -1.312 18.98 0.006 -0.009 -0.061
Si 23.102 1.323 19.199 -0.034 -0.008 0.011
Si 25.88 3.925 19.134 -0.002 -0.026 -0.012
Si 23.158 -9.45 19.154 0.012 0.009 -0.01
Si 25.786 -6.806 19.078 -0.043 -0.019 -0.002
Si 23.179 -4.097 19.059 -0.011 -0.02 -0.004
Si 25.766 -1.266 19.183 0.021 0.007 0.015
Si 28.56 1.344 19.138 0.001 -0.012 -0.018
Si 31.244 3.922 18.911 -0.047 -0.003 -0.055
Si 28.461 -9.566 18.916 -0.025 -0.007 -0.034
Si 31.249 -6.872 18.99 0.006 0.021 -0.049
Si 28.567 -4.024 18.881 0.025 0.012 -0.061
Si 31.272 -1.476 19.063 -0.039 0.013 -0.02
Si 34.019 1.286 19.094 0.007 0.013 -0.051
Si 36.689 3.923 19.088 -0.058 0.004 0.024
Si 34.088 -9.651 19.033 -0.012 0.053 0.003
Si 36.729 -6.957 19.286 -0.02 -0.021 -0.005
Si 33.968 -4.281 19.242 -0.065 -0.003 -0.007
Si 36.724 -1.467 19.185 -0.011 -0.012 -0.017
Si 39.536 1.393 19.236 0.002 0.033 0.013
Si -23.009 4.082 19.038 0.005 -0.007 -0.023
Si 39.441 -9.568 19.217 0.05 -0.011 -0.005
Si -23.017 9.508 18.945 -0.006 -0.009 -0.041
Si 39.461 -4.104 18.95 0.006 -0.012 -0.012
Si 42.211 -1.302 18.955 0.015 -0.016 -0.04
Si -20.295 1.298 19.019 -0.051 0.029 0.002
Si -17.573 4.035 18.844 0.001 0.01 -0.025
Si -20.32 6.748 18.857 0.002 0.012 -0.045
Si -17.652 -6.806 18.83 0.01 0.003 -0.029
Si -20.286 -4.093 18.847 -0.014 -0.008 -0.035
Si -17.674 -1.299 18.962 0.038 -0.025 0
Si -14.862 1.277 18.919 -0.014 0.028 -0.002
Si -12.328 4.073 18.681 -0.015 -0.007 -0.052
Si -14.953 -9.541 18.824 0.01 -0.004 -0.012
Si -12.314 -6.877 18.82 -0.023 0.007 -0.049
Si -15.089 -4.172 18.685 -0.02 -0.035 -0.045
Si -12.311 -1.38 18.824 0.034 -0.007 -0.005
Si -9.596 1.278 18.701 -0.012 0.003 -0.049
Si -6.812 3.994 18.77 -0.013 -0.001 -0.042
Si -9.551 6.783 18.68 0.04 -0.011 -0.04
Si -6.889 9.386 18.869 -0.038 -0.025 -0.038
Si -9.612 -4.179 18.823 -0.003 -0.022 -0.007
Si -6.963 -1.515 18.8 -0.002 -0.01 -0.048
Si -4.151 1.331 18.947 -0.021 0.006 -0.003
Si -1.469 4.126 19.071 0.002 -0.009 -0.003
Si -4.176 6.806 18.893 0.039 0 -0.034
Si -1.376 -6.761 18.899 -0.024 0.018 -0.038
Si -4.123 -4.051 18.759 0.002 0.026 -0.028
Si -1.346 -1.232 19.181 0.019 0.006 -0.02
Si -0.019 0.115 20.76 -0.016 -0.004 0.054
Si 2.805 2.809 20.244 -0.002 -0.04 0
Si 0.011 5.46 20.389 0 -0.066 0.043
Si 2.67 8.34 20.359 -0.05 0.012 0.051
Si -0.032 -5.312 20.243 0.016 -0.008 0.014
Si 2.82 -2.702 20.706 0.034 -0.045 0.053
Si 5.554 0.239 20.418 -0.073 -0.009 0.026
Si 8.129 2.848 20.068 -0.054 0.01 0.05
Si 5.446 5.539 20.343 0.005 0.011 0.075
Si 8.24 8.208 20.589 -0.008 -0.041 0.058
Si 5.544 -5.409 20.207 0.067 0.034 0.022
Si 8.166 -2.487 20.497 -0.025 -0.01 0.057
Si 10.857 -0.087 20.173 0.029 0.016 0.076
Si 13.574 2.664 20.448 0.081 -0.027 0.007
Si 10.806 5.387 20.222 0.005 0.052 0.052
Si 13.604 -8.081 20.542 0.012 0.003 0.07
Si 10.925 -5.233 20.495 -0.033 0.018 0.038
Si 13.685 -2.522 20.434 -0.04 -0.051 0.09
Si 16.319 0.154 20.542 -0.004 0.016 0.044
Si 18.99 2.773 20.458 -0.017 -0.032 0.032
Si 16.281 5.587 20.516 -0.007 -0.03 0.05
Si 19.128 -7.949 20.668 -0.017 -0.013 0.039
Si 16.44 -5.27 20.636 -0.051 -0.048 -0.005
Si 19.002 -2.607 20.31 -0.021 0.029 0.042
Si 21.683 -0.077 20.489 0.02 0.029 0.063
Si 24.487 2.618 20.598 0.038 0.066 0.053
Si 21.795 5.567 20.572 -0.002 0.038 0.019
Si 24.51 -8.106 20.607 -0.001 -0.003 0.032
Si 21.888 -5.478 20.445 0.011 -0.05 0.019
Si 24.373 -2.69 20.504 0.022 0.051 0.01
Si 27.197 0.069 20.577 -0.041 0.005 0.047
Si 29.972 2.684 20.466 -0.001 -0.029 0.05
Si 27.283 5.349 20.366 0.013 -0.061 0.017
Si 29.737 -8.155 20.23 -0.015 0.036 0.03
Si 27.15 -5.283 20.189 -0.036 0.018 0.016
Si 29.9 -2.835 20.386 0.006 -0.011 0.097
Si 32.649 -0.146 20.378 0.015 0.014 0.053
Si 35.336 2.638 20.568 -0.013 0.007 0.025
Si 32.617 5.273 20.173 0.033 -0.019 0.024
Si 35.32 -8.437 20.667 0.068 0.038 0.065
Si 32.59 -5.75 20.573 0.026 -0.019 0.065
Si 35.35 -2.931 20.593 0.068 0.029 0.006
Si 38.133 -0.044 20.537 0.013 0 0.01
Si 41.017 2.835 20.566 -0.011 -0.01 0.08
Si 38.04 5.206 20.471 0.027 0.025 0.09
Si 40.879 -8.044 20.419 -0.067 -0.003 0.028
Si 38.233 -5.484 20.433 -0.011 0.005 0.02
Si 40.838 -2.687 20.232 -0.034 0.06 0.015
Si 43.637 -0.084 20.397 0.05 -0.016 0.069
Si -18.827 2.656 20.267 0.056 -0.03 0.032
Si -21.596 5.433 20.327 -0.016 -0.028 0.06
Si -18.933 8.11 20.159 0.024 -0.009 0.074
Si -21.526 10.838 20.234 0.012 -0.057 0.046
Si -19.08 -2.677 20.264 -0.019 0.02 0.057
Si -16.192 -0.055 20.372 0.002 -0.001 0.06
Si -13.488 2.733 20.192 -0.034 -0.024 0.04
Si -16.25 5.435 20.21 0 -0.029 0.047
Si -13.654 -8.222 20.243 0.034 -0.004 0.063
Si -16.381 -5.425 20.208 -0.022 0.013 0.079
Si -13.717 -2.862 19.969 -0.006 0.01 0.03
Si -10.981 0.046 20.153 -0.023 -0.006 0.063
Si -8.164 2.558 20.027 0.091 -0.046 0.018
Si -10.964 5.444 19.929 -0.027 0.047 0.048
Si -8.276 7.994 20.234 0.024 0.036 0.06
Si -10.938 -5.542 20.183 0.002 -0.04 0.095
Si -8.323 -2.876 20.242 0.021 0.04 0.043
Si -5.577 -0.158 20.1 0.012 -0.002 0.018
Si -2.967 2.795 20.384 0.015 0.11 0.068
Si -5.653 5.486 20.166 -0.005 -0.01 0.104
Si -2.725 -8.216 20.211 -0.012 -0.03 0.041
Si -5.457 -5.502 20.014 -0.025 -0.02 0.014
Si -2.903 -2.655 20.237 -0.088 0.05 0.018
Si 1.814 -0.964 22.07 -0.439 -0.317 -0.668
Si 3.961 1.415 21.71 0.277 0.152 -0.733
Si 1.751 4.355 21.573 -0.377 -0.166 -0.755
Si 3.824 6.727 21.572 0.292 0.168 -0.723
Si 1.044 -6.795 21.65 0.257 0.105 -0.623
Si 4.419 -4.195 21.8 -0.337 0.122 -0.58
Si 7.284 -0.615 21.748 -0.077 -0.234 -0.714
Si 9.509 1.44 21.253 -0.03 -0.002 -0.534
Si 7.033 4.294 21.533 -0.208 -0.033 -0.751
Si 9.337 6.404 21.708 0.108 0.32 -0.717
Si 7.047 -6.402 21.711 -0.106 -0.334 -0.71
Si 9.267 -4.111 21.794 0.303 0.255 -0.706
Si 12.189 -1.249 21.727 0.058 -0.092 -0.684
Si 15.162 1.717 21.975 -0.193 -0.261 -0.718
Si 11.702 3.624 21.448 0.026 -0.016 -0.698
Si 15.002 -9.337 21.972 -0.017 0.006 -0.726
Si 12.562 -6.347 21.751 -0.117 -0.113 -0.774
Si 14.78 -4.067 21.836 0.251 0.153 -0.735
Si 17.952 -1.035 21.727 -0.143 -0.085 -0.811
Si 20.134 1.16 21.73 0.055 0.108 -0.785
Si 17.394 3.936 21.739 0.094 0.019 -0.758
Si 20.746 -9.099 21.953 -0.061 -0.112 -0.774
Si 18.18 -6.172 22.024 -0.158 -0.217 -0.81
Si 20.388 -4.05 21.47 0.005 -0.036 -0.571
Si 22.553 -1.843 21.821 0.17 0.134 -0.76
Si 25.904 1.41 22.124 0.016 -0.032 -0.742
Si 23.403 4.34 21.776 -0.2 -0.119 -0.826
Si 25.701 -9.864 21.658 0.009 0.215 -0.785
Si 23.008 -6.887 22.061 0.207 0.144 -0.693
Si 26.094 -3.784 21.657 -0.175 -0.023 -0.737
Si 28.369 -1.64 21.706 0.131 0.192 -0.775
Si 31.524 1.385 21.715 -0.378 -0.122 -0.717
Si 29.073 4.506 21.7 -0.216 -0.255 -0.813
Si 31.173 -9.626 21.27 -0.086 0.001 -0.642
Si 28.556 -6.527 21.489 0.043 -0.187 -0.62
Si 30.908 -4.547 21.673 0.135 0.087 -0.738
Si 34.153 -1.286 21.769 -0.172 -0.305 -0.65
Si 36.439 0.944 21.854 0.149 0.322 -0.677
Si 33.568 3.768 21.709 0.306 0.121 -0.749
Si 36.734 -9.879 21.987 -0.217 0.074 -0.764
Si 33.452 -7.629 21.915 0.22 0.379 -0.7
Si 37.071 -4.031 21.839 -0.436 -0.349 -0.569
Si 39.274 -1.73 21.722 0.322 0.382 -0.657
Si 42.354 1.274 21.78 0.156 0.297 -0.676
Si 39.506 4.064 21.955 0.052 0.037 -0.727
Si 42.542 -9.209 21.515 -0.139 -0.212 -0.773
Si 40.082 -6.179 21.731 -0.006 -0.238 -0.728
Si 42.35 -4.029 21.341 0.052 0.035 -0.439
Si 44.544 -1.822 21.77 0.077 0.099 -0.658
Si -17.228 1.595 21.695 -0.278 -0.221 -0.735
Si -19.863 4.318 21.503 -0.279 -0.023 -0.799
Si -17.776 6.624 21.539 0.25 0.132 -0.792
Si -20.399 9.216 21.568 0.16 0.342 -0.72
Si -17.527 -3.82 21.53 -0.008 -0.148 -0.69
Si -15.098 -1.818 21.525 0.025 0.244 -0.725
Si -11.782 1.82 21.542 -0.156 -0.137 -0.749
Si -15.058 3.876 21.471 0.181 0.246 -0.793
Si -11.988 6.92 21.431 -0.286 -0.043 -0.764
Si -14.837 -6.596 21.499 -0.149 -0.269 -0.739
Si -12.626 -4.415 21.3 0.192 0.013 -0.843
Si -9.529 -1.218 21.425 -0.125 -0.312 -0.752
Si -7.189 0.874 21.363 0.184 0.348 -0.692
Si -9.612 3.983 21.075 -0.024 -0.007 -0.556
Si -7.47 6.173 21.549 0.206 0.309 -0.769
Si -9.84 9.17 21.487 0.167 0.116 -0.847
Si -6.669 -4.108 21.381 -0.219 -0.032 -0.772
Si -4.64 -1.721 21.555 0.278 0.152 -0.752
Si -1.519 1.711 21.855 0.14 -0.215 -0.751
Si -4.522 4.148 21.651 0.15 -0.023 -0.699
Si -1.07 7.151 21.586 -0.104 -0.161 -0.718
Si -3.895 -6.589 21.353 -0.254 -0.26 -0.705
Si -1.736 -4.243 21.407 0.282 0.242 -0.638
Si -2.46 -3.811 24.204 0.017 0.014 -0.166
Si 1.505 -6.568 24.568 0.118 0.083 -0.015
Si 0.206 3.495 23.815 -0.07 -0.024 -0.135
Si 4.842 5.506 25.664 0.166 -0.149 0.032
Si -1.273 6.137 24.489 0.084 0.068 -0.129
Si 5.777 -2.237 23.738 -0.039 -0.104 -0.08
Si 2.793 -1.79 24.84 -0.017 0.122 -0.158
Si 7.22 -0.622 -5.157 0.035 0.142 0.013
Si 5.396 3.112 23.905 -0.065 -0.039 -0.13
Si 9.173 7.715 -4.905 0.057 -0.058 -0.024
Si 3.607 7.741 24.438 -0.051 0.017 -0.155
Si 6.647 -4.232 25.698 -0.003 -0.005 0.015
Si 16.109 3.233 -3.858 -0.158 0.111 -0.093
Si 11.373 -0.779 25.872 0.093 0.049 -0.165
Si 11.709 -3.423 -5.121 0.101 0.126 0.056
Si 16.42 -7.465 24.184 -0.001 -0.043 -0.13
Si 11.086 5.64 -2.045 0.009 -0.028 0.026
Si 14.343 -1.933 -5.694 -0.097 -0.018 0.051
Si 13.017 0.871 23.905 0.173 0.036 -0.046
Si 19.046 2.908 -5.05 0.016 -0.072 0.038
Si 19.288 5.277 23.921 0.025 0.048 -0.127
Si 17.126 6.274 25.752 -0.018 0.026 -0.073
Si 16.56 -3.425 -7.015 -0.009 -0.103 -0.072
Si 12.513 7.714 25.964 0.021 -0.025 -0.126
Si 24.5 -4.945 24.127 -0.043 -0.14 -0.019
Si 25.651 -0.187 24.807 -0.001 0.02 -0.145
Si 21.51 3.039 23.874 -0.078 0.045 -0.184
Si 27.364 8.094 23.645 0.06 0.077 0.011
Si 21.673 -5.795 -4.911 -0.044 0.1 0.004
Si 29.69 0.225 23.795 0.117 -0.072 0.003
Si 27.814 -2.863 -6.841 -0.054 0.031 -0.192
Si 31.682 -4.392 24.598 0.021 -0.006 -0.085
Si 29.697 6.733 -7.167 0.061 -0.02 -0.011
Si 32.259 7.962 -6.544 0.033 -0.121 -0.062
Si 28.292 -6.711 -3.106 0.037 -0.06 0.158
Si 28.227 -5.753 -6.931 0.094 -0.075 -0.042
Si -31.436 -2.268 24.666 -0.068 -0.051 -0.147
Si -28.634 1.951 24.809 0.012 -0.008 0.045
Si -30.201 4.65 24.117 0.054 0.043 -0.095
Si -24.233 -1.238 -4.488 -0.064 0.146 0.02
Si -31.552 -6.441 24.624 0.006 -0.101 0.102
Si -24.538 -0.381 23.773 0.074 0.091 0.071
Si -22.906 2.673 -5.477 -0.044 -0.08 -0.008
Si -22.464 5.51 -4.833 0.048 -0.055 0.05
Si -30.334 -1.538 -4.757 -0.013 0.029 0.05
Si -26.31 6.523 23.793 -0.118 -0.052 -0.212
Si -27.679 -6.968 -5.629 0.05 0.007 -0.004
Si -22.515 -1.096 26.036 -0.03 -0.005 -0.033
Si -19.653 -1.347 24.735 0.002 -0.058 -0.235
Si -17.729 1.172 24.804 0.025 0.017 -0.109
Si -21.47 3.092 23.733 0.067 -0.125 0.025
Si -15.993 7.961 23.701 -0.04 -0.037 -0.12
Si -19.866 -6.923 24.623 0.082 -0.089 -0.035
Si -18.392 -4.246 24.427 -0.154 0.063 -0.123
Si -14.815 1.257 26.221 -0.02 0.073 0.011
Si -12.403 1.854 24.542 0.099 0.084 -0.117
Si -13.768 5.704 23.596 0.016 0.012 -0.126
Si -7.779 -6.165 23.551 -0.045 -0.068 -0.255
Si -15.805 -4.279 -4.38 -0.036 0.02 0.096
Si -10.599 -0.134 -2.408 0.165 -0.038 0.037
Si -8.859 1.534 -4.444 -0.043 -0.025 0.014
Si -6.073 2.472 23.523 -0.01 -0.007 -0.062
Si -11.975 -1.378 -4.692 -0.019 -0.009 -0.195
Si -6.292 7.386 24.153 -0.068 0.072 -0.111
Si -4.243 -1.434 -4.832 0.061 -0.192 -0.047
Si -7.731 1.97 25.77 -0.091 -0.004 -0.067
Si -6.151 6.941 -2.825 -0.025 0.044 0.047
Si -3.221 1.464 24.336 0.037 -0.031 -0.225
Si -6.437 6.604 -5.701 0.031 0.094 -0.126
Si -4.066 5.504 24.403 -0.09 0.01 -0.086
Si -1.267 -7.44 25.526 -0.1 -0.154 0.014
Si -1.452 -5.116 -5.305 0.026 0.092 0.009
Si -3.007 3.731 -5.288 0.067 0.135 -0.02
Si 14.163 1.165 -5.03 0.101 0.093 0.103
Si 6.553 6.361 -5.085 -0.02 0.025 -0.005
Si -0.869 1.95 25.971 -0.042 0.025 0.044
Si -4.055 -3.95 -6.505 0.086 -0.056 -0.006
Si 0.454 -1.435 -6.922 -0.052 0.134 0.009
Si 8.722 -6.469 25.818 0.007 -0.062 0.023
Si 10.207 5.996 24.635 0.053 -0.099 -0.193
Si 4.105 6.824 -3.214 -0.037 -0.026 0.063
Si 4.714 1.957 -3.545 0.006 -0.105 0.106
Si 1.521 7.857 -3.965 -0.038 0.075 -0.087
Si 5.04 -6.068 23.991 0.024 0.035 -0.348
Si 11.037 5.615 -5.02 0.038 -0.075 0.02
Si 14.382 5.741 24.641 -0.057 -0.015 -0.016
Si 13.431 -6.014 -4.523 -0.112 0.02 -0.051
Si 9.83 -2.892 -2.677 0.127 -0.089 0.065
Si 11.496 -6.255 24.538 -0.001 0.093 -0.051
Si 2.301 -2.512 -2.01 -0.003 -0.003 0.142
Si 17.91 -4.277 25.976 0.023 0.048 -0.038
Si 21.446 -3.119 -6.104 -0.001 -0.08 0.093
Si 16.274 5.733 -2.191 -0.097 0.016 0.127
Si 15.111 0.951 -2.503 -0.073 0.065 0.083
Si 16.519 -2.709 24.024 -0.033 0.038 -0.099
Si 20.579 -3.601 -3.325 0.056 0.04 -0.141
Si 23.447 -1.015 -5.165 -0.052 0.048 0.018
Si 25.495 5.66 -5.127 -0.024 0.059 -0.071
Si 26.149 2.937 -6.022 0.03 0.054 -0.064
Si 22.933 4.594 -6.711 -0.014 -0.089 0.059
Si 18.168 -8.108 -2.215 -0.017 -0.107 0.134
Si 27.549 0.205 -2.414 0.067 0.081 0.15
Si 28.59 2.114 -4.624 0.068 -0.023 0.018
Si -28.85 5.276 -4.536 -0.137 0.029 0.065
Si 24.682 7.019 -2.597 -0.089 -0.098 0.01
Si 28.439 -0.746 26.126 -0.046 0.022 0.12
Si 30.461 -1.291 -7.17 0.031 0.028 0.113
Si 32.38 -0.115 -4.965 0.097 0.034 -0.17
Si 29.63 4.097 -2.903 -0.065 0.087 0.178
Si -28.026 2.889 -6.053 -0.025 -0.095 -0.086
Si -27.045 6.028 -2.088 0.078 -0.149 0.138
Si -18.483 6.825 -2.6 0.055 -0.067 -0.12
Si 27.904 2.805 23.853 -0.034 0.089 0.081
Si -29.46 -4.38 24.559 0.151 -0.109 0.081
Si -25.822 2.31 24.49 -0.032 0.094 -0.11
Si -24.236 4.311 26.183 -0.032 -0.009 -0.104
Si -25.385 -8.091 -6.84 -0.121 0.017 -0.099
Si -26.921 -4.631 -4.25 -0.011 0.024 0.048
Si -25.65 -5.314 -6.59 -0.05 -0.021 -0.018
Si -21.68 -1.458 -5.878 0.045 -0.059 0.051
Si -25.455 1.296 -5.086 -0.033 0.124 0.077
Si -16.911 5.502 -4.925 0.028 -0.05 0.076
Si -20.221 6.551 25.662 0.052 -0.01 0.022
Si -14.78 -5.76 -6.668 0.084 -0.111 -0.036
Si -14.748 7.834 -5.083 0.017 0.028 0.034
Si -17.491 0.593 -3.061 -0.081 0.001 0.117
Si -15.429 -3.902 25.382 0.121 0.115 0.086
Si -19.52 3.533 25.892 -0.031 0.087 -0.109
Si -15.79 2.55 -4.429 -0.056 0.087 0.085
Si -9.28 -5.666 -4.428 0.082 -0.024 -0.072
Si -12.76 -3.667 -6.272 0.096 0.02 0.022
Si -13.215 -2.684 23.605 -0.009 0.092 -0.151
Si -10.323 0.26 26.155 0.112 0.078 0.058
Si -12.326 5.869 -5.378 -0.124 -0.168 -0.01
Si -6.426 -6.463 -3.74 -0.109 -0.002 -0.022
Si -3.503 6.552 -6.486 -0.015 0.031 0.052
Si -9.058 -4.352 25.55 -0.027 0.129 -0.062
Si -7.179 2.852 -2.213 0.014 -0.029 0.138
Si -1.423 -0.194 -5.101 0.05 -0.019 -0.037
Si 0.946 0.665 -3.892 -0.018 0.004 0.003
Si -6.187 -6.117 -6.711 -0.086 0.132 -0.072
Si 3.288 -6.806 -2.572 -0.11 0.009 0.137
Si -4.128 -1.275 24.599 -0.116 -0.097 -0.193
Si -3.857 -6.38 24.222 0.082 0.027 0.035
Si -0.12 4.431 -4.657 -0.088 -0.104 0.098
Si 0.306 1.397 -6.611 -0.072 -0.002 0.02
Si -1.275 8.144 -4.92 0.15 0.03 0.14
Si 1.951 3.068 -2.715 -0.051 0.037 0.107
Si -0.68 6.751 -2.656 0.026 0.037 0.144
Si 3.328 -1.99 -6.993 0.117 -0.04 0.056
Si 6.905 -2.439 -2.842 -0.039 0.032 0.245
Si 9.547 1.28 -4.05 -0.056 -0.028 0.101
Si 7.555 4.046 -6.921 -0.124 0.051 0.087
Si 5.543 1.785 -6.367 -0.008 -0.055 0.004
Si 7.571 2.437 -2.136 -0.024 0.002 0.063
Si 7.603 6.922 26.036 0.032 0.074 0.001
Si 3.486 -0.962 -4.138 0.005 0.082 -0.122
Si 12.164 3.835 24.321 -0.014 -0.027 -0.012
Si 11.078 -3.222 23.996 -0.062 0.022 -0.129
Si 15.669 -4.175 -4.271 -0.005 0.064 -0.157
Si 11.867 7.801 -3.639 -0.034 -0.001 -0.109
Si 17.761 -2.893 -2.733 0.013 0.307 0.129
Si 10.962 -0.332 -1.799 0.192 -0.034 -0.037
Si 18.285 0.624 -6.708 0.035 0.031 -0.06
Si 10.535 3.076 -6.423 -0.014 -0.013 0.001
Si 20.077 0.964 -2.994 -0.041 0.15 0.065
Si 17.474 -0.304 -3.906 0.209 0.045 -0.007
Si 20.687 5.483 -5.018 0.112 0.104 0.151
Si 26.211 -4.453 -3.002 0.101 -0.035 0.114
Si 23.514 1.661 -6.328 -0.022 0.047 -0.131
Si 19.45 -7.899 -4.988 0.021 -0.058 0.058
Si 23.909 -6.549 -3.136 -0.097 0.053 0.202
Si 22.108 5.462 -2.218 -0.042 0.005 0.019
Si 23.533 -2.112 24.646 0.026 -0.044 -0.005
Si 22.114 -1.261 -2.555 -0.048 0.107 0.172
Si 31.897 2.051 -2.863 0.169 -0.063 0.126
Si 27.503 7.911 -5.435 0.104 0.045 -0.067
Si 29.169 7.011 25.413 0.107 0.047 0.055
Si 26.278 -1.684 -4.578 0.008 -0.061 0.091
Si -32.369 -5.149 -2.081 0.054 0.067 0.205
Si -30.249 -2.902 -2.104 -0.022 -0.044 0.092
Si 31.565 6.264 -2.602 0.038 -0.047 0.022
Si -31.402 4.291 -2.923 -0.058 -0.005 0.006
Si -29.857 7.61 -6.468 -0.03 -0.066 -0.052
Si 31.347 -7.138 -3.782 -0.108 -0.118 0.065
Si -28.835 -3.444 -6.471 0.089 -0.038 -0.05
Si -22.86 -8.083 -3.961 0.073 0.129 -0.03
Si -30.384 1.102 -6.089 -0.108 -0.149 0.067
Si -25.375 -7.075 24.587 0.018 -0.055 -0.029
Si -21.156 5.308 -2.147 -0.167 -0.012 -0.018
Si -25.005 -7.994 -2.074 -0.062 0.016 0.01
Si -22.639 -6.424 25.993 0.034 0.036 0.072
Si -19.969 -1.355 -3.173 0.046 -0.012 0.13
Si -23.499 1.243 -3.089 -0.18 0.159 0.074
Si -22.705 5.709 24.095 0.037 -0.06 0.076
Si -20.926 -6.478 -5.592 0.066 -0.026 -0.031
Si -25.386 -3.022 -2.247 0.014 0.012 0.226
Si -18.016 -3.604 -2.681 -0.063 -0.005 -0.018
Si -15.792 -1.712 -2.914 0.177 -0.165 0.056
Si -13.821 0.854 -6.173 0.114 -0.026 0.197
Si -20.219 -7.24 -2.958 -0.057 0.062 0.038
Si -11.588 5.145 -2.384 0.007 0.104 0.114
Si -14.391 -6.55 -2.755 -0.008 0.029 0.046
Si -9.965 -3.098 -6.055 -0.12 0.009 0.222
Si -13.821 3.088 -2.052 -0.056 0.021 0.035
Si -12.101 4.574 25.699 0.029 -0.05 0.056
Si -3.099 -2.596 -2.369 0.101 -0.008 0.104
Si -4.766 1.939 -6.971 0.013 -0.068 -0.047
Si -11.381 -5.889 -2.171 -0.015 -0.005 0.144
Si -6.689 -0.019 -5.764 -0.074 -0.005 -0.094
Si -0.517 -3.558 -2.834 0.122 0.044 0.095
Si -8.57 -7.571 -6.708 0.028 0.091 0.035
Si -4.544 4.593 -2.648 -0.06 -0.082 0.034
Si -4.754 -5.107 -1.897 0.042 0.089 0.051
Si 5.573 -5.129 -1.939 0.153 -0.145 0.038
Si -10.515 -2.066 24.316 -0.012 -0.011 -0.071
Si 1.426 -1.383 5.585 -0.01 0.01 0.004
Si 4.174 1.368 5.591 0.022 0.012 0.011
Si 1.481 4.087 5.534 0.006 0.008 0.011
Si 4.151 6.796 5.508 -0.016 0 0
Si 1.483 9.482 5.413 0.009 -0.024 -0.029
Si 4.212 -4.157 5.458 0.029 -0.02 -0.019
Si 6.888 -1.405 5.44 0.034 -0.026 -0.045
Si 9.566 1.318 5.515 0.019 -0.011 -0.005
Si 6.87 4.106 5.5 -0.017 -0.009 0
Si 9.515 6.838 5.471 0.001 0.008 0.005
Si 6.865 -6.767 5.477 -0.012 0 -0.029
Si 9.535 -4.079 5.496 -0.021 -0.008 -0.005
Si 12.259 -1.326 5.486 0.004 0.005 -0.031
Si 14.956 1.431 5.447 0.005 0.006 -0.012
Si 12.269 4.058 5.51 0.006 -0.031 -0.019
Si 14.969 6.801 5.5 0.003 0.006 -0.018
Si 12.242 -6.789 5.486 0.011 0.014 0.007
Si 14.977 -4.064 5.54 -0.017 0.002 0.017
Si 17.722 -1.325 5.478 -0.003 -0.009 -0.007
Si 20.411 1.428 5.411 -0.026 0.02 -0.016
Si 17.701 4.109 5.369 0.018 -0.012 -0.018
Si 20.402 6.808 5.399 0 -0.006 -0.005
Si 17.733 -6.804 5.512 -0.004 0.005 0.006
Si 20.453 -4.054 5.422 -0.009 -0.005 0.005
Si 23.139 -1.327 5.405 -0.003 -0.025 -0.006
Si 25.833 1.385 5.422 -0.013 -0.008 0.005
Si 23.125 4.135 5.371 0 0.012 -0.021
Si 25.786 6.837 5.385 -0.015 0.012 0.005
Si 23.101 -6.811 5.371 -0.001 -0.013 -0.036
Si 25.853 -4.07 5.443 0.009 0.012 0
Si 28.535 -1.353 5.451 0.013 -0.003 -0.005
Si 31.234 1.376 5.503 -0.002 -0.003 0.003
Si 28.558 4.079 5.432 0.011 0 -0.025
Si 31.244 6.813 5.473 -0.005 0.017 -0.006
Si 28.496 -6.771 5.412 -0.003 0.011 -0.022
Si 31.203 -4.06 5.478 0.011 0.024 -0.001
Si 33.932 -1.346 5.527 -0.009 0.008 0.004
Si 36.691 1.381 5.516 -0.01 -0.002 0.02
Si 33.969 4.095 5.515 -0.006 -0.008 -0.007
Si -28.59 6.822 5.486 -0.007 0.006 -0.004
Si 33.931 -6.82 5.491 0.002 -0.003 -0.007
Si -28.621 12.257 5.53 0.006 -0.004 0.006
Si -25.889 -1.335 5.441 -0.004 -0.011 -0.002
Si -23.179 1.362 5.375 0.011 0 -0.005
Si -25.864 4.096 5.441 0.001 0.005 -0.002
Si -23.17 6.814 5.391 -0.021 -0.03 -0.008
Si -25.884 9.556 5.425 -0.002 0.012 -0.017
Si -23.22 -4.053 5.369 -0.012 -0.003 -0.001
Si -20.484 -1.357 5.311 -0.013 -0.013 -0.007
Si -17.736 1.327 5.276 0.011 -0.001 -0.013
Si -20.472 4.08 5.315 0.02 -0.003 -0.009
Si -17.749 6.774 5.339 0.011 0.007 0.018
Si -20.494 -6.782 5.325 0.008 0.004 -0.021
Si -17.768 -4.052 5.301 -0.005 0.008 0.003
Si -14.973 -1.388 5.256 -0.012 -0.017 -0.006
Si -12.214 1.315 5.265 0.001 0.006 -0.009
Si -14.979 4.02 5.271 0.017 0.004 -0.023
Si -12.251 6.751 5.355 0.005 0.008 0.008
Si -15.023 -6.786 5.333 -0.013 -0.005 -0.005
Si -12.258 12.214 5.303 -0.034 -0.006 0.001
Si -9.491 -1.36 5.29 0.014 0.003 -0.012
Si -6.809 1.363 5.348 0.005 0.008 -0.002
Si -9.471 4.005 5.29 0.014 -0.009 -0.019
Si -6.78 6.751 5.325 0.003 0.012 -0.002
Si -9.486 9.489 5.326 0.014 -0.011 -0.001
Si -6.737 12.204 5.331 0.008 0.014 -0.008
Si -4.037 -1.403 5.424 0.011 0.022 -0.001
Si -1.308 1.326 5.507 -0.011 0.015 0.024
Si -4.029 4.076 5.395 0.004 0.004 -0.013
Si -1.282 6.797 5.426 0 0.019 -0.004
Si -4.01 -6.868 5.351 0.002 0.006 -0.023
Si -1.304 -4.155 5.498 0.016 0.008 0
Si 2.786 0.001 6.9 -0.01 0.012 0.001
Si 5.527 2.757 6.892 -0.027 0.01 -0.004
Si 2.803 5.458 6.887 -0.004 -0.008 0.003
Si 5.503 -8.133 6.836 -0.011 0.005 -0.009
Si 2.816 -5.485 6.811 0.021 -0.019 -0.005
Si 5.525 -2.747 6.817 0.007 -0.023 -0.013
Si 8.193 -0.026 6.851 -0.024 0.034 -0.012
Si 10.924 2.696 6.866 0.024 -0.028 0
Si 8.212 5.464 6.863 -0.007 0.002 -0.006
Si 10.892 -8.144 6.843 -0.019 0.022 -0.005
Si 8.204 -5.43 6.866 0.015 0.005 0.011
Si 10.91 -2.704 6.838 -0.008 -0.01 -0.015
Si 13.628 0.047 6.828 -0.023 0.016 -0.005
Si 16.347 2.778 6.788 -0.023 0.01 -0.014
Si 13.629 5.434 6.856 0.007 -0.016 -0.002
Si 16.344 -8.155 6.845 0.011 0.001 -0.002
Si 13.608 -5.435 6.858 0.001 0.005 -0.007
Si 16.359 -2.682 6.848 0.009 -0.01 -0.011
Si 19.083 0.053 6.805 0.004 -0.018 0.004
Si 21.772 2.783 6.765 -0.009 0.003 0.007
Si 19.054 5.447 6.77 0.019 -0.013 0.001
Si 21.758 -8.15 6.772 -0.012 0.008 0.004
Si 19.09 -5.399 6.816 -0.003 -0.004 -0.001
Si 21.801 -2.695 6.79 0 -0.009 -0.002
Si 24.484 0.021 6.789 0.007 0.003 0.004
Si 27.19 2.732 6.799 0.006 -0.002 0.002
Si 24.463 5.471 6.774 0 0.004 0
Si 27.155 -8.146 6.774 0 0 0
Si 24.459 -5.444 6.761 -0.002 0.026 -0.005
Si 27.189 -2.712 6.823 0.002 -0.024 0.006
Si 29.884 -0.006 6.839 0.013 -0.008 0.001
Si 32.607 2.726 6.858 0 0 -0.001
Si 29.888 5.443 6.821 0.004 0.007 0.002
Si 32.595 -8.173 6.86 -0.001 -0.012 -0.001
Si 29.854 -5.437 6.818 -0.009 0.004 -0.001
Si 32.575 -2.724 6.857 -0.002 0.009 -0.002
Si 35.321 0.01 6.858 0.005 0.002 -0.01
Si -27.217 2.745 6.833 0.003 -0.002 -0.009
Si -29.942 5.454 6.852 0 -0.005 -0.003
Si -27.231 8.194 6.812 -0.003 0.004 -0.002
Si -29.974 10.858 6.847 0.025 -0.004 -0.011
Si -27.243 -2.687 6.831 -0.017 0.002 -0.005
Si -24.522 0.019 6.777 -0.002 0.003 -0.002
Si -21.808 2.725 6.71 -0.006 0.001 0.007
Si -24.508 5.456 6.78 0.015 -0.002 0.011
Si -21.817 -8.139 6.73 -0.004 0.009 -0.003
Si -24.537 -5.409 6.778 -0.001 0.003 -0.003
Si -21.818 -2.72 6.706 0.035 -0.012 0.002
Si -19.107 -0.002 6.66 -0.018 0.012 0.002
Si -16.358 2.679 6.633 -0.004 0.007 -0.005
Si -19.112 5.422 6.69 0.008 0.012 -0.005
Si -16.378 -8.172 6.672 0.012 -0.014 0.004
Si -19.108 -5.435 6.671 0.012 -0.005 0.001
Si -16.363 -2.716 6.636 -0.002 0.002 -0.007
Si -13.605 -0.034 6.618 0 0.006 -0.004
Si -10.865 2.671 6.643 0.015 -0.014 0.001
Si -13.64 5.385 6.661 -0.001 0.01 0.005
Si -10.867 8.126 6.671 -0.009 0.002 -0.003
Si -13.633 10.876 6.669 0.001 0.015 -0.004
Si -10.878 -2.728 6.632 -0.006 0.003 -0.006
Si -8.153 -0.021 6.69 -0.008 0.016 0.008
Si -5.414 2.699 6.711 -0.007 -0.016 -0.011
Si -8.143 5.388 6.67 -0.002 -0.006 -0.001
Si -5.4 8.107 6.691 0.008 -0.019 -0.011
Si -8.119 10.849 6.676 -0.001 -0.017 0.001
Si -5.41 -2.768 6.739 -0.002 -0.005 0.001
Si -2.693 -0.042 6.805 -0.003 -0.008 -0.005
Si 0.071 2.709 6.829 0.021 -0.011 -0.021
Si -2.665 5.433 6.76 -0.009 -0.001 -0.011
Si 0.078 8.162 6.782 -0.032 0.017 -0.018
Si -2.694 -5.515 6.783 0.004 0.007 0.005
Si 0.04 -2.771 6.859 -0.006 -0.007 -0.007
Si 1.412 1.369 8.214 0.001 -0.004 0.008
Si 4.152 4.102 8.238 0.008 0.002 0.007
Si 1.406 6.817 8.186 0.019 -0.017 0.005
Si 4.143 -6.808 8.213 -0.003 -0.002 0.017
Si 1.438 -4.119 8.171 0 0.016 -0.007
Si 4.161 -1.383 8.193 0 0.015 -0.012
Si 6.864 1.362 8.22 -0.001 -0.001 0.001
Si 9.571 4.088 8.207 -0.002 0 -0.007
Si 6.851 6.828 8.209 0.011 -0.011 -0.002
Si 9.565 -6.781 8.218 0.01 -0.007 0.007
Si 6.856 -4.07 8.218 -0.007 -0.001 0.008
Si 9.568 -1.349 8.214 0.005 0.008 0.002
Si 12.294 1.378 8.233 0.008 0.024 0.01
Si 15.013 4.106 8.203 0.01 0.007 0.013
Si 12.269 6.816 8.192 -0.009 0 -0.012
Si 14.992 -6.783 8.2 -0.009 0.008 -0.005
Si 12.267 -4.057 8.206 0 -0.015 0.008
Si 14.992 -1.315 8.19 0.004 -0.014 -0.005
Si 17.703 1.404 8.157 0.01 -0.004 -0.005
Si 20.412 4.109 8.153 -0.006 0 0.002
Si 17.716 6.804 8.173 -0.02 0.001 -0.001
Si 20.432 -6.778 8.166 0.01 0.028 0.008
Si 17.723 -4.05 8.188 -0.003 0.005 -0.002
Si 20.435 -1.328 8.155 0 -0.003 -0.003
Si 23.121 1.4 8.134 0.012 -0.003 -0.018
Si 25.826 4.108 8.146 0.01 0.024 -0.009
Si 23.108 6.816 8.152 -0.009 -0.02 0.011
Si 25.812 -6.79 8.152 0.005 -0.012 -0.001
Si 23.134 -4.072 8.156 -0.01 0.009 0.013
Si 25.824 -1.347 8.169 -0.014 -0.016 0.003
Si 28.527 1.365 8.184 -0.017 -0.016 0.001
Si 31.246 4.09 8.202 0 0.001 -0.002
Si 28.517 6.815 8.158 -0.009 -0.002 -0.006
Si 31.224 -6.8 8.187 0.002 -0.009 -0.004
Si 28.53 -4.074 8.197 0.017 0.027 0.007
Si 31.24 -1.357 8.215 0.002 -0.001 0.005
Si 33.966 1.364 8.216 -0.007 -0.007 0.006
Si -28.586 4.083 8.2 -0.002 -0.003 0.006
Si 33.969 6.795 8.214 0.007 0.016 0.003
Si -28.598 9.514 8.198 -0.01 -0.005 -0.001
Si 33.952 -4.092 8.198 -0.013 0.002 -0.005
Si -28.599 -1.353 8.207 0.009 0.009 0.01
Si -25.871 1.358 8.167 0.003 -0.002 0.014
Si -23.157 4.069 8.106 -0.01 0 0
Si -25.873 6.808 8.148 -0.008 -0.011 -0.003
Si -23.172 -6.791 8.11 0.005 0.002 -0.001
Si -25.89 -4.073 8.163 -0.011 -0.013 0.003
Si -23.162 -1.367 8.1 -0.001 0.007 0.004
Si -20.447 1.352 8.049 0.024 0.018 -0.003
Si -17.722 4.048 8.005 -0.003 0.009 -0.003
Si -20.458 6.79 8.06 0 -0.008 0.006
Si -17.745 -6.809 8.022 -0.01 -0.006 -0.002
Si -20.461 -4.09 8.057 -0.009 -0.007 0.002
Si -17.733 -1.369 8.003 0.004 -0.007 -0.004
Si -14.985 1.321 7.979 0.015 0.002 -0.002
Si -12.246 4.034 7.992 0.002 0.006 0.005
Si -15.002 6.77 8.003 -0.006 -0.003 -0.004
Si -12.256 9.495 7.997 -0.006 -0.013 -0.007
Si -15.01 -4.084 8.002 0.003 -0.017 0.005
Si -12.251 -1.385 7.992 -0.008 -0.014 0.005
Si -9.522 1.328 8.032 -0.019 -0.01 0.016
Si -6.776 4.057 8.053 0.012 0.017 0.004
Si -9.51 6.755 8.017 0.004 0.008 0.002
Si -6.764 9.482 8.037 0.007 0.02 0.002
Si -9.51 -4.097 7.994 0.014 0.003 -0.008
Si -6.786 -1.384 8.053 0.011 0 -0.005
Si -4.071 1.342 8.101 -0.005 -0.01 0.004
Si -1.318 4.078 8.139 -0.016 -0.009 -0.004
Si -4.039 6.789 8.094 0.01 0.015 0.008
Si -1.298 -6.821 8.146 0.004 0.003 0.006
Si -4.05 -4.121 8.106 -0.011 0.004 0.003
Si -1.328 -1.387 8.17 0.002 0.008 0
Si 0.031 -0.011 9.518 -0.004 -0.002 -0.003
Si 2.769 2.737 9.562 0 0.013 0
Si 0.033 5.442 9.51 -0.003 0.013 -0.009
Si 2.762 -8.152 9.558 -0.012 0.014 0.002
Si 0.052 -5.456 9.519 -0.007 -0.011 0.001
Si 2.773 -2.73 9.532 0.014 -0.021 -0.003
Si 5.488 0.004 9.558 -0.004 0.009 0
Si 8.211 2.738 9.575 0.002 -0.016 0.003
Si 5.495 5.478 9.581 -0.016 -0.004 -0.001
Si 8.209 -8.135 9.571 0.004 0.007 0
Si 5.488 -5.424 9.561 -0.005 0.02 0.007
Si 8.207 -2.701 9.571 -0.004 -0.008 0.003
Si 10.922 0.019 9.574 0.002 -0.008 0.003
Si 13.658 2.753 9.571 0.006 -0.014 0.007
Si 10.927 5.459 9.562 0.01 -0.005 0.001
Si 13.635 -8.142 9.554 0.002 0 -0.002
Si 10.923 -5.417 9.571 -0.015 0.004 0.002
Si 13.64 -2.689 9.55 -0.015 0.005 -0.007
Si 16.36 0.046 9.542 -0.011 0.01 -0.002
Si 19.063 2.754 9.53 0.004 0.012 0.001
Si 16.364 5.472 9.561 0.009 -0.009 0.006
Si 19.064 -8.136 9.528 -0.001 -0.014 -0.005
Si 16.357 -5.411 9.545 -0.001 0.001 -0.001
Si 19.078 -2.679 9.538 -0.003 -0.002 0
Si 21.781 0.037 9.52 -0.002 -0.004 0.003
Si 24.472 2.744 9.516 -0.006 -0.007 0.002
Si 21.758 5.463 9.527 -0.014 0.003 0.012
Si 24.465 -8.151 9.526 -0.001 0.008 0.001
Si 21.777 -5.419 9.537 0.003 -0.007 0.003
Si 24.477 -2.711 9.536 0.014 -0.006 0.005
Si 27.176 0.004 9.545 0.007 0 0.005
Si 29.893 2.715 9.552 0.009 0.006 0.003
Si 27.175 5.453 9.531 0.006 0 0.004
Si 29.881 -8.169 9.548 0.001 0.008 0.001
Si 27.17 -5.444 9.54 -0.005 0.012 0.001
Si 29.892 -2.729 9.566 0.003 -0.013 0.01
Si 32.615 -0.01 9.569 0.003 -0.006 -0.001
Si -29.937 2.713 9.566 -0.002 0.002 -0.001
Si 32.618 5.425 9.573 0 -0.005 0.004
Si -29.944 8.147 9.565 0.008 -0.013 0.008
Si 32.601 -5.459 9.555 -0.002 0.005 -0.004
Si -29.954 -2.737 9.552 0.01 -0.006 -0.006
Si -27.226 0.001 9.547 -0.012 0.005 -0.001
Si -24.503 2.72 9.498 0.007 0.01 0.004
Si -27.218 5.447 9.533 0 0.01 0.001
Si -24.515 -8.152 9.495 0.007 0.014 0.005
Si -27.233 -5.442 9.536 -0.006 0.015 0.003
Si -24.517 -2.713 9.496 0.002 -0.009 -0.004
Si -21.799 0 9.436 0.008 0.001 0
Si -19.08 2.709 9.391 -0.001 -0.009 0.008
Si -21.801 5.436 9.446 0.001 0.005 0.004
Si -19.095 -8.167 9.4 0.008 0.001 0.007
Si -21.808 -5.437 9.454 0.01 -0.007 0.008
Si -19.086 -2.724 9.386 0.007 -0.006 0
Si -16.359 -0.018 9.35 -0.008 0.001 0.005
Si -13.622 2.678 9.338 -0.002 -0.004 0.002
Si -16.369 5.415 9.36 0.005 0.006 0.007
Si -13.626 8.132 9.343 0.01 -0.003 0.005
Si -16.367 -5.451 9.36 0.004 0.009 0.006
Si -13.63 -2.736 9.343 -0.004 0.01 0.002
Si -10.894 -0.035 9.364 0.005 0.017 0.009
Si -8.151 2.686 9.386 -0.002 -0.004 0
Si -10.889 5.399 9.354 0.001 0.009 0.004
Si -8.144 8.118 9.369 0.002 -0.023 -0.004
Si -10.884 -5.462 9.338 -0.01 0.005 -0.006
Si -8.158 -2.753 9.383 -0.004 0.009 0.003
Si -5.428 -0.034 9.432 0.001 0.006 0.003
Si -2.697 2.701 9.457 -0.003 -0.006 -0.009
Si -5.413 5.414 9.417 -0.002 -0.013 0.003
Si -2.679 8.14 9.473 0.001 -0.009 0.004
Si -5.423 -5.482 9.429 0.004 -0.005 0.005
Si -2.699 -2.757 9.485 0 -0.004 0.001
Si 1.397 -1.36 10.872 -0.004 0.021 -0.008
Si 4.12 1.368 10.907 -0.009 -0.01 0
Si 1.389 4.1 10.886 0 -0.005 0
Si 4.117 -9.495 10.929 0.006 -0.01 0.016
Si 1.401 -6.791 10.907 0.014 -0.006 0.011
Si 4.124 -4.065 10.91 0.007 -0.013 -0.003
Si 6.845 -1.338 10.926 0.005 0.008 -0.005
Si 9.569 1.387 10.935 0.01 0.022 0.004
Si 6.847 4.11 10.928 -0.003 0.015 0
Si 9.576 -9.493 10.921 0 -0.014 -0.009
Si 6.851 -6.768 10.92 0.002 -0.013 0.003
Si 9.566 -4.055 10.921 0.003 0.005 -0.003
Si 12.287 -1.336 10.923 -0.009 0.006 0.01
Si 15.017 1.399 10.926 0.003 0.004 0.009
Si 12.301 4.123 10.926 0.008 0.002 0.001
Si 15.005 -9.482 10.92 -0.002 0.002 0.003
Si 12.293 -6.774 10.92 0.008 0.003 -0.007
Si 15.006 -4.045 10.908 0.001 -0.004 -0.002
Si 17.72 -1.316 10.904 0.004 -0.007 -0.001
Si 20.421 1.392 10.893 -0.005 -0.018 -0.01
Si 17.725 4.115 10.915 0.002 -0.012 0.003
Si 20.411 -9.495 10.899 0.003 0.007 -0.006
Si 17.71 -6.776 10.904 -0.006 0.013 -0.006
Si 20.42 -4.052 10.904 -0.004 0.009 0
Si 23.122 -1.334 10.892 -0.002 -0.004 -0.006
Si 25.816 1.375 10.893 0.002 -0.003 -0.006
Si 23.112 4.095 10.89 -0.001 0.015 -0.01
Si 25.819 -9.511 10.901 -0.005 -0.002 -0.002
Si 23.121 -6.789 10.904 0.004 0.009 0.008
Si 25.826 -4.077 10.906 0.013 -0.001 0.009
Si 28.536 -1.359 10.91 0.002 -0.011 -0.005
Si 31.259 1.353 10.919 0 -0.004 -0.002
Si 28.531 4.085 10.899 -0.012 0.011 -0.01
Si 31.252 -9.53 10.917 -0.001 0.001 -0.004
Si 28.532 -6.803 10.912 0 -0.011 0
Si 31.255 -4.099 10.919 0.008 0.014 -0.01
Si 33.976 -1.382 10.922 -0.012 0.012 0.002
Si -28.58 1.343 10.923 0.004 -0.004 0.014
Si -31.296 4.06 10.934 -0.001 -0.003 0.007
Si -28.579 6.782 10.914 -0.007 -0.001 0.003
Si -31.307 9.504 10.919 -0.006 0.001 -0.005
Si -28.587 -4.096 10.909 0.002 -0.014 0.002
Si -25.867 -1.372 10.892 -0.001 -0.005 0.01
Si -23.145 1.344 10.833 -0.001 -0.009 -0.002
Si -25.86 4.069 10.874 0 -0.01 -0.006
Si -23.153 -9.533 10.828 -0.006 -0.017 -0.005
Si -25.872 -6.812 10.884 -0.013 -0.004 0
Si -23.168 -4.092 10.838 -0.003 0.008 -0.002
Si -20.441 -1.376 10.771 0.004 0.003 -0.001
Si -17.719 1.336 10.723 0.003 0.018 0.001
Si -20.439 4.056 10.775 0.006 0.02 -0.006
Si -17.729 -9.546 10.729 -0.011 0 0.002
Si -20.45 -6.821 10.786 -0.004 -0.001 0.006
Si -17.725 -4.096 10.728 0.003 -0.014 0.001
Si -15 -1.383 10.698 0.004 -0.009 0
Si -12.265 1.324 10.704 -0.002 -0.012 0.005
Si -14.994 4.042 10.688 0.005 0.006 -0.006
Si -12.259 6.77 10.691 -0.007 -0.003 0.002
Si -14.997 9.494 10.694 0.001 -0.009 -0.003
Si -12.262 -4.106 10.682 -0.004 -0.003 -0.006
Si -9.528 -1.391 10.722 -0.012 -0.009 0.002
Si -6.797 1.33 10.761 0.002 -0.005 0.009
Si -9.523 4.048 10.719 0.006 -0.003 -0.001
Si -6.787 6.773 10.748 0.012 0.016 -0.001
Si -9.523 9.491 10.692 0.01 0.004 -0.011
Si -6.792 -4.106 10.754 0.003 -0.012 0
Si -4.063 -1.379 10.809 -0.003 -0.004 0.002
Si -1.342 1.358 10.84 -0.003 0.001 -0.002
Si -4.058 4.067 10.794 -0.004 0.008 0
Si -1.326 6.803 10.857 -0.014 -0.01 0.011
Si -4.05 9.509 10.807 0.009 0.021 0.007
Si -1.321 -4.086 10.855 0.006 0.021 0.006
Si 2.735 0.014 12.241 0.007 -0.005 -0.003
Si 5.463 2.749 12.264 -0.005 -0.006 -0.008
Si 2.731 5.464 12.26 -0.018 -0.019 -0.003
Si 5.475 -8.11 12.268 0.007 0.02 -0.006
Si 2.756 -5.411 12.261 -0.004 0.023 -0.003
Si 5.47 -2.694 12.27 -0.012 -0.004 0.002
Si 8.194 0.03 12.285 -0.01 -0.006 0.009
Si 10.933 2.766 12.273 0.006 0.002 -0.009
Si 8.203 5.488 12.278 0.015 -0.007 0
Si 10.937 -8.13 12.282 -0.012 -0.005 -0.003
Si 8.208 -5.405 12.278 0.001 0.017 -0.01
Si 10.924 -2.698 12.275 -0.016 -0.021 -0.008
Si 13.649 0.036 12.27 0 -0.01 -0.004
Si 16.372 2.769 12.286 0.014 0.007 0
Si 13.654 5.492 12.293 0.004 0.001 -0.002
Si 16.357 -8.119 12.289 -0.002 -0.004 -0.002
Si 13.658 -5.413 12.274 -0.017 -0.001 -0.004
Si 16.364 -2.681 12.268 -0.008 0.003 0
Si 19.071 0.047 12.275 0.012 0.014 0.001
Si 21.764 2.746 12.277 -0.006 -0.005 -0.004
Si 19.068 5.479 12.289 -0.002 0.008 -0.004
Si 21.76 -8.145 12.27 -0.021 -0.015 -0.003
Si 19.058 -5.412 12.268 -0.006 -0.011 0.001
Si 21.768 -2.685 12.268 0.006 0.008 0.001
Si 24.467 0.022 12.271 0.006 -0.004 0.004
Si 27.173 2.726 12.261 0.015 0.004 0.001
Si 24.46 5.448 12.263 -0.003 -0.01 0.002
Si 27.179 -8.163 12.277 0.014 0.012 0.005
Si 24.471 -5.433 12.275 -0.001 -0.005 0.001
Si 27.187 -2.722 12.27 0.002 0.003 -0.002
Si 29.906 -0.014 12.273 0.005 -0.003 0
Si 32.639 2.679 12.294 -0.008 0.002 0.002
Si 29.9 5.419 12.274 0.002 -0.011 -0.003
Si 32.627 -8.187 12.282 0.006 0 0.004
Si 29.906 -5.459 12.284 0.012 0.016 0.001
Si 32.625 -2.755 12.28 -0.008 -0.028 -0.003
Si 35.351 -0.04 12.286 -0.006 -0.012 -0.002
Si -27.204 2.707 12.258 0.01 0.022 -0.006
Si -29.92 5.411 12.289 0.011 0.007 0
Si -27.214 8.139 12.264 0.002 -0.001 -0.007
Si -29.928 10.85 12.275 0.005 0.02 -0.004
Si -27.219 -2.745 12.267 -0.016 -0.005 -0.009
Si -24.499 0.001 12.226 0.02 0.015 -0.004
Si -21.78 2.706 12.173 -0.001 0.001 0.001
Si -24.493 5.429 12.214 0.003 0.018 -0.009
Si -21.798 -8.174 12.18 -0.002 -0.004 0.008
Si -24.515 -5.446 12.234 0.003 0.002 0.001
Si -21.802 -2.717 12.16 -0.003 -0.01 -0.006
Si -19.075 -0.01 12.104 -0.001 -0.01 0
Si -16.357 2.7 12.062 0.001 -0.007 0.002
Si -19.085 5.425 12.112 -0.002 -0.012 0.003
Si -16.356 -8.182 12.059 0.006 0.002 0.005
Si -19.077 -5.45 12.104 0.004 0.007 0.002
Si -16.356 -2.736 12.068 0.009 0.007 0
Si -13.638 -0.031 12.05 -0.009 0.006 0.003
Si -10.891 2.677 12.052 -0.001 0.01 -0.002
Si -13.626 5.402 12.029 -0.004 0.001 -0.002
Si -10.893 8.135 12.039 0.012 0.003 0
Si -13.627 10.857 12.033 0.012 0.016 -0.003
Si -10.913 -2.751 12.047 0.008 -0.005 -0.002
Si -8.159 -0.048 12.093 -0.006 0.016 0.002
Si -5.428 2.69 12.117 0.007 -0.002 -0.012
Si -8.159 5.405 12.08 -0.001 -0.002 -0.002
Si -5.428 8.126 12.115 -0.013 -0.022 -0.005
Si -8.171 10.838 12.066 -0.01 -0.006 -0.002
Si -5.43 -2.754 12.134 0.007 0.013 -0.005
Si -2.698 -0.016 12.177 -0.003 0.006 -0.007
Si 0.015 2.72 12.205 -0.003 0.007 -0.014
Si -2.698 5.42 12.168 0.004 0 -0.005
Si 0.024 8.167 12.241 0 0.002 -0.001
Si -2.697 -5.449 12.187 -0.003 -0.019 -0.006
Si 0.026 -2.709 12.223 -0.002 -0.014 0
Si 1.358 1.373 13.586 -0.006 0.017 -0.013
Si 4.071 4.092 13.613 0.011 0.016 0.011
Si 1.378 6.826 13.625 0.006 0.001 0.026
Si 4.123 -6.747 13.629 0.009 -0.005 -0.001
Si 1.391 -4.04 13.599 0.019 -0.011 -0.01
Si 4.088 -1.332 13.607 -0.006 0.021 -0.011
Si 6.822 1.404 13.627 -0.002 0.005 0.01
Si 9.578 4.14 13.623 0.003 -0.007 -0.005
Si 6.843 -9.45 13.62 -0.017 -0.008 -0.001
Si 9.581 -6.757 13.625 -0.001 -0.009 -0.014
Si 6.837 -4.046 13.623 0.015 -0.011 -0.005
Si 9.557 -1.342 13.626 0.019 0.005 0.004
Si 12.297 1.41 13.621 -0.018 0.012 0.001
Si 15.027 4.146 13.648 0.004 -0.009 0.001
Si 12.307 -9.459 13.664 0.007 -0.002 0
Si 15.01 -6.755 13.664 0.001 0.009 -0.002
Si 12.29 -4.058 13.622 0.015 0.009 -0.009
Si 15.008 -1.319 13.63 -0.005 0.007 0.005
Si 17.734 1.423 13.65 -0.005 -0.012 0.002
Si 20.42 4.116 13.655 0.007 -0.004 -0.013
Si 17.714 -9.475 13.656 -0.002 -0.004 -0.008
Si 20.404 -6.782 13.633 0.005 0.012 -0.008
Si 17.707 -4.048 13.64 0.009 0.006 -0.011
Si 20.422 -1.316 13.642 -0.01 -0.014 -0.001
Si 23.115 1.384 13.65 -0.008 -0.001 -0.005
Si 25.806 4.077 13.627 -0.016 0.017 -0.014
Si 23.098 -9.522 13.636 0.011 0.013 -0.013
Si 25.821 -6.8 13.642 0.009 -0.001 0.011
Si 23.113 -4.06 13.628 -0.001 0.005 -0.004
Si 25.824 -1.356 13.619 0.029 -0.016 -0.01
Si 28.539 1.357 13.609 -0.01 0.005 -0.015
Si 31.267 4.044 13.629 0.001 0.005 0.001
Si 28.539 -9.54 13.632 0.01 -0.008 -0.004
Si 31.273 -6.827 13.645 -0.004 -0.011 -0.004
Si 28.554 -4.079 13.633 -0.007 -0.007 -0.004
Si 31.266 -1.391 13.63 -0.006 0.017 -0.012
Si 33.999 1.303 13.664 0.004 -0.005 0.016
Si -28.553 4.041 13.647 -0.002 -0.01 0.001
Si 34.003 -9.546 13.643 -0.016 -0.005 -0.008
Si -28.566 9.487 13.643 -0.006 -0.007 -0.002
Si 33.999 -4.115 13.635 -0.01 0.008 -0.012
Si 36.707 -1.408 13.652 0.014 -0.004 0.014
Si -25.842 1.352 13.62 -0.016 -0.004 0.002
Si -23.136 4.057 13.556 -0.007 0.005 -0.009
Si -25.848 6.764 13.603 0.003 -0.019 -0.007
Si -23.159 -6.829 13.567 -0.007 0.008 0.008
Si -25.867 -4.106 13.638 -0.008 0.002 0.013
Si -23.141 -1.369 13.565 0.003 -0.013 0.004
Si -20.417 1.33 13.507 0.007 0 -0.003
Si -17.719 4.048 13.433 -0.013 0.026 -0.005
Si -20.434 -9.557 13.51 0.005 -0.004 0.006
Si -17.708 -6.824 13.431 -0.004 -0.007 0.003
Si -20.438 -4.098 13.473 -0.005 0.009 -0.007
Si -17.712 -1.377 13.435 0.001 -0.002 -0.006
Si -14.997 1.33 13.4 -0.002 0.005 0
Si -12.263 4.045 13.379 0.003 -0.011 -0.004
Si -14.994 -9.568 13.381 0.019 -0.013 -0.004
Si -12.263 9.499 13.38 -0.015 -0.002 -0.003
Si -14.985 -4.107 13.395 0.007 -0.017 -0.007
Si -12.288 -1.403 13.397 -0.007 0.004 -0.002
Si -9.539 1.311 13.414 0.002 -0.002 0.006
Si -6.802 4.045 13.447 0.005 0.001 0.002
Si -9.534 6.778 13.398 0.001 0 -0.001
Si -6.811 9.486 13.433 0.016 0.019 -0.006
Si -9.551 -4.118 13.386 -0.009 0.006 -0.015
Si -6.799 -1.4 13.471 0.016 -0.015 0.018
Si -4.068 1.352 13.498 -0.008 0.002 -0.001
Si -1.338 4.084 13.549 -0.005 -0.013 -0.007
Si -4.068 6.784 13.491 0.005 0.002 -0.003
Si -1.34 9.542 13.578 -0.015 0.015 0.019
Si -4.059 -4.076 13.524 -0.006 0.003 0.012
Si -1.334 -1.34 13.574 0.002 0.001 -0.002
Si 0.017 0.021 14.966 0.005 0.015 -0.001
Si 2.681 2.737 14.972 -0.01 -0.028 0
Si -0.004 5.439 14.948 -0.002 -0.017 0.003
Si 2.743 8.225 14.965 -0.002 -0.001 0.004
Si 0.021 -5.388 14.94 -0.015 0.001 -0.006
Si 2.724 -2.667 14.984 -0.002 -0.001 0.005
Si 5.42 0.051 14.957 -0.009 -0.011 0.003
Si 8.206 2.778 14.953 0.008 0.023 0.012
Si 5.436 5.502 14.908 -0.001 -0.008 -0.01
Si 8.191 -8.063 14.985 0.019 0 0.005
Si 5.475 -5.375 14.999 -0.005 0.016 0.007
Si 8.191 -2.698 14.988 -0.014 -0.01 0.01
Si 10.932 0.029 14.947 0 0.01 0
Si 13.652 2.787 14.972 -0.007 -0.005 -0.003
Si 10.919 5.513 14.996 -0.023 -0.016 0.004
Si 13.663 -8.101 15.055 -0.001 0.002 0.005
Si 10.959 -5.427 14.993 -0.011 0.005 0.006
Si 13.648 -2.698 14.971 -0.027 -0.027 -0.004
Si 16.36 0.063 14.98 0.008 0.004 -0.005
Si 19.058 2.799 15.047 0.005 -0.005 0.008
Si 16.363 5.511 15.044 -0.005 -0.002 0.001
Si 19.066 -8.126 15.032 0.003 0.003 -0.003
Si 16.361 -5.394 15.036 -0.002 0.005 0.006
Si 19.064 -2.683 14.993 0.001 0.006 0.002
Si 21.759 0.045 15.032 -0.005 -0.004 0.009
Si 24.46 2.741 15.03 0.023 0.004 0.006
Si 21.773 5.445 15.047 -0.012 0.012 0.007
Si 24.45 -8.17 14.99 -0.024 -0.018 -0.002
Si 21.752 -5.42 14.986 -0.01 0 -0.003
Si 24.468 -2.704 14.99 -0.005 0.008 0.001
Si 27.178 0.01 14.969 0 -0.009 0.001
Si 29.915 2.671 14.986 0.009 0.004 0.014
Si 27.166 5.422 14.984 0.011 -0.002 0.004
Si 29.911 -8.196 14.995 -0.004 0.003 0.012
Si 27.188 -5.427 14.987 0.025 0.017 0.005
Si 29.908 -2.724 15.009 0.015 -0.021 0.016
Si 32.648 -0.094 15.017 -0.012 -0.008 0.004
Si 35.395 2.649 15.012 0 0.006 0.001
Si 32.648 5.387 14.978 -0.006 -0.003 -0.003
Si 35.379 -8.208 15.019 0.001 -0.012 -0.006
Si 32.671 -5.493 14.998 -0.004 0.015 0.01
Si 35.355 -2.79 15.028 0.012 -0.006 0.005
Si 38.086 -0.03 14.975 0.011 0.003 -0.011
Si -24.477 2.729 14.971 0.017 0.011 0.003
Si -27.17 5.394 14.997 0.007 0.021 -0.002
Si -24.507 8.127 14.962 -0.001 -0.006 0.005
Si -27.213 10.832 15.026 -0.002 0.015 0.002
Si -24.498 -2.71 14.957 0.014 0.007 0.002
Si -21.771 -0.003 14.907 -0.01 0.007 0.004
Si -19.04 2.692 14.836 0.016 0.02 0.004
Si -21.774 5.401 14.911 -0.01 0.004 0.013
Si -19.047 -8.184 14.813 -0.009 0.004 0.005
Si -21.772 -5.448 14.866 -0.004 0 0.003
Si -19.083 -2.719 14.795 -0.001 -0.011 0.004
Si -16.348 -0.017 14.776 0.002 0.004 0.004
Si -13.624 2.687 14.727 0.006 0.014 0.003
Si -16.349 5.406 14.758 -0.002 -0.017 0.008
Si -13.628 -8.201 14.701 0 0.004 0.005
Si -16.337 -5.456 14.758 0.014 0.026 0.007
Si -13.647 -2.752 14.768 -0.002 -0.016 0.009
Si -10.922 -0.055 14.739 0.011 0.004 0.009
Si -8.172 2.663 14.768 0.002 0.004 0.005
Si -10.906 5.41 14.723 0.01 0.006 0.004
Si -8.18 8.124 14.771 -0.009 -0.013 0.011
Si -10.92 10.868 14.742 0.019 0.003 0.011
Si -8.196 -2.793 14.761 -0.014 -0.007 0.006
Si -5.424 -0.03 14.824 0.006 0.007 0.002
Si -2.7 2.702 14.869 0 0.008 -0.003
Si -5.43 5.396 14.805 -0.002 -0.006 0.005
Si -2.725 8.145 14.872 0 0.002 -0.003
Si -5.456 -5.477 14.794 0.005 -0.008 -0.001
Si -2.7 -2.705 14.913 -0.002 -0.017 0.001
O -3.028 -2.423 24.76 -0.02 0.182 0.231
O 1.733 -1.367 23.67 -0.455 -0.215 0.317
O -1.553 -4.507 25.32 0.508 -0.587 -0.162
O 2.89 0.255 22.106 0 0.077 0.239
O 0.349 2.467 25.048 0.69 -0.044 0.088
O -0.801 2.945 22.661 -0.053 0.207 -0.104
O 2.709 5.608 21.922 -0.192 0.039 0.453
O 4.268 7.286 23.03 0.424 -0.123 0.103
O -0.022 -7.984 22.013 -0.218 -0.084 0.376
O 5.165 -4.791 -0.418 0.513 -0.099 0.411
O 1.413 -5.999 23.039 0.142 0.546 0.112
O 4.019 -5.339 22.934 -0.657 -0.207 0.046
O 6.578 -0.959 23.179 0.149 0.372 0.43
O 6.704 -2.805 24.938 0.594 0.437 0.171
O 8.469 0.478 22.127 0.009 0.104 0.686
O 4.401 2.104 23.126 -0.147 -0.072 0.458
O 6.548 3.497 22.851 0.183 -0.366 0.288
O 11.22 6.991 25.37 -0.009 0.172 0.437
O 8.112 5.388 22.071 -0.081 0.258 0.143
O 3.639 6.567 25.53 -0.527 -0.152 0.272
O 4.481 -7.297 24.852 -0.108 0.176 0.459
O 8.966 -7.337 -5.878 -0.255 0.457 0.292
O 8.188 -5.294 22.062 0.25 0.176 0.11
O 9.653 -3.545 23.29 -0.392 0.081 0.272
O 11.88 -2.423 22.831 0.366 -0.333 -0.174
O 19.225 -5.199 26.09 -0.038 -0.232 -0.609
O 10.017 0.112 25.788 -0.104 -0.064 -0.469
O 12.254 2.224 24.38 -0.109 -0.064 0.304
O 14.359 5.927 23.032 -0.507 -0.534 -0.138
O 13.862 7.129 25.303 0.429 0.224 0.164
O 16.379 -4.428 -5.73 0.111 -0.332 -0.096
O 12.023 6.958 -2.26 0.699 0.274 0.583
O 11.929 -6.928 23.135 0.02 -0.447 0.133
O 15.248 -3.343 23.242 -0.444 -0.109 0.549
O 15.283 -2.407 -6.948 -0.048 0.243 -0.61
O 17.281 -1.693 23.046 0.108 -0.036 0.354
O 17.646 3.06 -4.274 0.198 -0.18 0.105
O 19.046 0.059 22.281 0.219 -0.028 0.363
O 16.285 2.866 22.325 -0.338 -0.013 0.494
O 18.131 4.691 22.967 -0.024 0.423 0.387
O 18.557 5.668 25.302 0.427 -0.286 0.462
O 20.003 6.571 23.257 0.161 0.347 0.432
O 13.856 -6.563 -5.969 -0.105 -0.362 0.211
O 17.622 -6.615 23.5 0.232 0.063 0.562
O 19.372 -5.058 22.315 -0.172 0.131 0.562
O 21.407 -2.976 22.218 0.134 0.065 0.531
O 23.073 -1.372 23.282 0.189 0.493 0.041
O 29.745 -0.088 25.388 0.4 0.385 0.595
O 25.458 0.337 23.285 -0.074 -0.189 -0.192
O 20.875 1.844 23.001 -0.057 -0.368 0.077
O 22.773 3.707 23.134 0.009 -0.023 0.609
O 24.56 5.415 22.209 0.008 -0.037 0.568
O 26.569 6.895 22.953 0.087 -0.284 0.657
O 21.879 -8.017 22.496 -0.106 -0.27 0.707
O 23.63 -6.167 23.427 0.194 -0.209 0.547
O -32.501 -3.37 25.185 -0.022 -0.005 0.647
O 24.805 0.716 25.858 0.022 0.328 -0.014
O 29.123 -1.089 23.042 -0.093 -0.272 0.497
O 28.415 -2.324 25.814 -0.259 -0.093 -0.479
O -26.53 -6.767 25.677 -0.316 0.432 -0.011
O 31.089 0.668 23.129 0.374 -0.247 0.457
O 26.505 2.646 23.042 -0.411 0.385 0.215
O 28.658 4.052 23.196 -0.006 0.458 0.219
O 30.199 5.642 22.067 0.149 -0.026 0.412
O 28.244 5.677 25.405 -0.412 -0.062 -0.416
O 26.539 -7.923 24.996 -0.468 0.127 -0.025
O 27.492 -6.973 22.654 -0.444 0.413 0.062
O 29.724 -5.589 22.144 -0.064 0.16 0.423
O -31.47 7.6 -6.421 -0.178 0.097 0.086
O 31.516 -3.963 23.054 0.351 0.326 0.075
O -29.127 -4.974 26.046 0.509 0.049 0.277
O -30.003 -0.166 22.115 0.111 0.022 0.34
O -28.368 1.259 23.377 0.023 -0.281 -0.091
O 32.586 2.539 22.125 0.137 -0.238 0.611
O -31.485 4.46 23.164 -0.188 -0.034 0.376
O -29.21 5.53 23.181 0.312 -0.311 -0.037
O 32.209 7.639 22.107 0.034 0.043 0.543
O -27.19 -2.795 21.944 0.088 0.067 0.231
O -21.674 2.513 -6.514 0.176 0.665 -0.018
O -29.242 0.89 25.868 0.155 -0.316 -0.203
O -24.005 0.207 22.364 -0.13 -0.001 -0.501
O -22.085 1.727 23.135 -0.04 -0.29 0.426
O -26.121 2.824 22.97 0.14 -0.539 0.11
O -25.546 5.336 22.981 0.038 0.371 0.165
O -21.419 -5.154 -6.336 -0.348 -0.189 0.361
O -25.829 -6.417 23.203 -0.592 0.008 0.041
O -25.297 7.651 24.328 0.532 -0.194 0.063
O -21.077 -2.623 -6.812 0.55 0.168 -0.006
O -23.358 -0.996 24.664 0.104 -0.603 -0.26
O -21.891 -2.971 22.143 -0.219 -0.018 0.388
O -20.089 -1.252 23.162 0.01 0.14 0.066
O -19.069 -2.858 24.962 -0.145 -0.073 0.168
O -17.579 1.061 23.188 -0.282 -0.068 -0.04
O -22.598 4.215 23.488 -0.349 -0.01 -0.513
O -20.184 3.512 22.875 0.2 -0.044 0.318
O -18.856 5.497 22.01 0.037 0.036 0.483
O -17.248 7.301 22.926 -0.188 0.001 0.3
O -21.626 -8.1 21.915 -0.067 0.167 0.369
O -19.679 -6.9 23.014 0.519 0.25 -0.056
O -19.43 7.948 25.294 0.681 -0.041 0.242
O -18.443 -4.305 22.8 -0.547 -0.459 -0.014
O -16.327 -2.798 22.035 -0.113 -0.075 0.476
O -14.102 -1.557 22.817 -0.067 0.642 0.205
O -11.748 3.336 24.706 0.334 0.058 -0.373
O -16.144 2.775 21.962 -0.062 0.167 0.316
O -14.437 4.443 22.86 0.279 -0.215 0.594
O -12.445 6.125 22.774 0.408 -0.338 0.398
O -10.939 8.056 21.953 0.29 0.011 0.596
O -15.543 -7.022 22.912 -0.162 0.296 0.335
O -13.655 -5.545 21.881 0.352 0.1 0.144
O -12.251 -3.534 22.609 0.782 0.307 0.309
O -10.269 -1.499 22.835 -0.164 -0.035 0.088
O -9.897 -1.147 25.485 0.614 -0.421 0.362
O -8.349 -0.172 21.776 -0.289 -0.103 0.29
O -4.384 -1.077 23.021 0.169 0.338 0.003
O -9.752 -3.486 24.377 0.071 -0.083 -0.374
O -8.627 5.046 21.856 -0.29 0.166 0.515
O -6.997 6.442 23.071 0.252 -0.34 0.392
O -4.46 -6.967 22.837 -0.215 -0.327 0.192
O -9.043 7.687 26.249 -0.045 0.237 -0.421
O -7.078 -5.045 22.635 0.438 -0.036 0.068
O -5.677 -2.933 21.914 0.126 0.117 0.456
O -6.558 1.112 22.838 0.106 -0.453 0.364
O -7.249 2.943 24.549 -0.101 0.673 0.05
O -2.457 0.994 22.98 0.158 -0.327 0.136
O -5.906 3.498 22.279 -0.474 0.169 -0.278
O -3.811 4.802 22.962 0.632 0.204 0.309
O -1.648 6.633 23.002 -0.086 -0.193 -0.145
O -4.877 7.066 -5.785 0.138 0.25 0.364
O -4.721 6.967 24.109 0.136 0.473 -0.117
O -6.847 -7.452 23.809 0.368 -0.045 0.14
O -1.525 -3.601 22.899 0.251 0.069 0.078
O -3.542 0.121 25.148 0.389 0.059 0.237
O 5.606 -3.292 22.511 0.606 -0.124 -0.137
O 5.185 0.181 -0.372 -0.105 0.419 -0.367
O -0.439 -2.29 26.139 0.288 0.03 -0.363
O -0.216 4.935 24.4 0.163 0.104 0.133
O 1.149 3.832 -3.879 0.233 -0.091 -0.452
O 5.344 6.166 -4.017 -0.168 -0.237 0.274
O 2.881 -3.479 -0.852 -0.463 -0.106 0.084
O -2.69 -5.537 21.638 0.267 -0.063 0.236
O 0.029 -6.604 25.151 -0.218 0.523 -0.15
O 2.081 -8.07 24.372 -0.387 -0.439 0.084
O 7.906 -5.161 25.37 0.102 0.21 -0.061
O 10.672 0.575 -0.502 0.476 0.075 0.37
O 10.587 -3.816 -6.198 -0.334 -0.11 0.029
O 4.658 4.438 24.46 -0.345 0.055 0.05
O 6.208 6.357 25.463 0.026 0.12 -0.098
O 10.755 4.469 24.828 -0.531 -0.218 0.453
O 10.137 6.561 23.116 0.422 0.143 0.076
O 6.302 -6.646 23.143 0.189 -0.299 0.464
O 0.824 7.348 -2.581 0.357 -0.005 0.259
O 8.23 8.104 -0.578 0.066 0.036 -0.242
O 8.76 6.079 25.305 -0.09 -0.25 0.04
O 10.307 1.926 -5.307 -0.037 -0.302 -0.029
O 14.758 -5.432 -3.832 0.064 -0.384 0.839
O 13.422 4.516 25.082 0.179 -0.298 0.554
O 11.883 4.443 -1.326 0.03 -0.152 -0.244
O 15.729 8.113 22.917 -0.16 0.145 -0.225
O 12.363 -7.004 25.701 0.205 0.423 0.21
O 14.851 -2.775 -4.4 0.044 0.226 0.737
O 13.971 -2.924 -0.404 0.056 -0.062 -0.242
O 9.941 -6.613 24.774 -0.278 -0.357 -0.423
O 5.014 2.507 -5.031 -0.326 0.896 -0.028
O 17.954 -2.627 -6.836 0.031 0.16 0.524
O -12.746 -2.807 -4.878 -0.472 -0.233 0.469
O 21.499 5.102 -3.665 0.14 -0.444 -0.094
O 20.132 2.1 -4.143 0.322 0.144 -0.192
O 18.843 -7.511 -3.549 -0.161 0.289 0.017
O 20.396 4.154 24.178 -0.149 0.134 0.414
O 14.549 1.246 23.45 0.525 -0.104 0.505
O 29.34 -2.457 -7.208 0.179 -0.324 -0.146
O 21.147 -5.082 -3.556 0.244 -0.371 0.665
O -3.538 -4.074 -1.881 0.165 -0.062 0.329
O 23.331 -1.369 -3.595 0.624 -0.243 0.039
O 22.602 -1.472 25.797 -0.371 0.014 -0.211
O 27.259 1.903 -5.501 -0.29 -0.284 0.003
O 22.606 2.997 -6.523 -0.493 -0.103 0.062
O 24.782 2.257 -5.53 0.003 0.017 0.681
O 28.684 1.447 23.52 -0.049 -0.086 -0.137
O 21.413 -5.081 -0.432 -0.083 0.157 -0.505
O 31.426 1.797 -1.344 -0.368 0.394 -0.031
O -31.983 0.979 -5.781 -0.068 0.22 -0.073
O 28.541 3.618 -3.993 -0.517 0.633 -0.329
O -0.467 -4.666 -6.499 0.202 0.26 0.039
O 29.118 3.817 -1.388 0.311 -0.352 -0.107
O 25.466 7.153 -1.209 -0.337 0.441 -0.124
O 25.4 -5.254 25.448 -0.194 -0.072 0.068
O -29.696 -0.148 -5.299 0.288 -0.134 0.047
O 26.616 -0.635 -3.413 -0.391 -0.138 -0.305
O 29.843 -6 -6.908 0.26 0.241 0.537
O 11.719 -4.643 24.466 0.715 0.19 0.393
O -30.127 4.56 -3.856 -0.04 -0.391 -0.068
O -31.518 -1.148 25.806 0.09 0.543 -0.16
O -29.578 3.227 24.548 -0.302 0.01 0.26
O -15 -5.183 26.243 -0.155 -0.437 -0.137
O -24.216 -3.754 -1.369 -0.117 0.032 -0.344
O -25.419 -0.334 -5.147 -0.517 -0.375 -0.219
O -27.187 -5.886 -6.776 -0.545 0.382 -0.647
O -28.099 -3.878 -5.098 -0.069 -0.083 -0.024
O -25.598 -4.517 -5.194 0.459 0.264 0.015
O -24.611 3.156 25.128 0.255 -0.222 -0.122
O -25.523 -1.545 23.277 -0.086 -0.47 0.387
O -19.781 6.11 -1.963 0.104 0.358 0.574
O -13.307 7.138 -5.231 0.213 0.496 0.236
O 31.719 -7.523 -5.287 0.066 0.36 -0.159
O -4.577 2.266 24.077 0.119 0.455 0.542
O -19.771 -7.21 -6.469 0.083 -0.353 0.252
O -24.301 7.087 -6.571 -0.227 -0.282 0.16
O -23.984 -6.479 25.115 -0.157 0.092 -0.038
O -23.987 -5.091 22.072 0.115 -0.133 -0.029
O 2.139 -6.975 -3.709 -0.138 0.293 -0.553
O -21.555 -0.075 -6.677 -0.401 -0.004 -0.279
O -24.231 1.883 -6.005 -0.081 -0.095 -0.702
O 10.611 5.138 -3.512 -0.346 -0.402 -0.095
O -11.688 0.809 25.524 -0.354 -0.084 -0.072
O -18.888 -0.154 -3.382 -0.222 0.369 -0.102
O -14.585 2.568 -3.349 0.414 -0.003 -0.157
O -23.307 6.64 22.956 -0.299 -0.064 0.402
O -10.354 -6.735 -1.256 -0.176 -0.06 -0.306
O -20.973 3.079 25.277 -0.283 -0.117 0.519
O -25.024 1.699 -3.541 -0.476 0.306 0.425
O -15.819 -4.752 -5.925 -0.444 0.307 -0.651
O -19.064 -5.578 25.087 0.226 0.014 0.645
O -15.339 -2.739 -4.085 0.258 0.288 -0.487
O -13.957 1.834 24.978 -0.288 0.363 -0.441
O 11.366 -5.842 -0.458 -0.238 -0.338 -0.587
O -29.681 -2.1 -3.387 0.344 -0.018 0.123
O -29.654 2.419 -0.415 0.072 -0.168 -0.365
O -14.766 6.942 23.624 -0.085 0.047 0.188
O -11.234 -3.798 -6.776 -0.095 -0.103 -0.696
O -10.629 -5.65 -3.561 -0.488 0.173 -0.02
O -2.937 -4.494 -5.461 -0.296 -0.138 0.149
O -8.905 -2.724 -7.164 0.104 -0.406 -0.133
O -16.341 -8.041 25.238 -0.055 0.215 -0.072
O -14.245 -3.679 24.319 -0.024 -0.434 -0.216
O -6.901 -1.045 -6.967 0.635 -0.082 -0.319
O 31.789 0.673 -3.686 -0.318 -0.243 0.066
O -11.699 -1.07 -3.134 -0.246 -0.153 0.215
O -6.444 5.129 -6.337 -0.254 -0.118 0.432
O -6.001 3.889 -2.561 0.04 0.189 -0.173
O -13.193 4.625 -6.005 -0.144 -0.201 0.201
O -8.174 3.355 -1.039 0.04 -0.358 0.253
O -9.172 -6.591 22.857 -0.062 0.008 0.67
O 6.223 0.37 -5.953 -0.235 -0.352 -0.181
O -3.699 2.389 -5.853 0.421 -0.168 0.124
O 3.797 6.211 -1.734 -0.493 -0.417 -0.302
O -6.584 1.48 -1.607 0.411 -0.366 -0.258
O -8.037 0.24 -4.94 -0.458 -0.26 0.236
O -3.104 -1.663 -1.057 0.195 0.203 0.037
O -4.823 -6.571 25.495 -0.018 -0.338 -0.09
O -0.607 0.221 -3.753 -0.227 0.021 0.646
O -1.403 3.505 -5.061 -0.023 -0.319 0.073
O -6.922 6.476 -4.163 -0.307 -0.433 -0.169
O -27.388 -6.206 -4.211 -0.219 -0.488 0.728
O 0.354 7.899 -5.097 0.388 -0.197 -0.712
O -4.704 6.203 -2.815 0.586 0.111 0.217
O -0.751 -4.735 -3.904 0.16 -0.025 -0.005
O -2.65 5.637 25.137 0.151 0.021 0.424
O -6.183 -6.862 -5.277 0.259 -0.492 -0.103
O 22.868 0.481 -5.432 -0.323 0.05 0.528
O 3.154 2.297 -0.208 0.228 -0.148 -0.144
O -1.019 -3.907 -1.345 -0.461 0.237 -0.096
O 2.986 -0.781 26.102 -0.472 0.425 0.196
O 8.218 1.426 -1.04 -0.577 -0.173 0.214
O 2.779 6.833 -4.18 0.206 -0.561 -0.616
O 6.078 2.451 25.188 0.332 0.263 0.169
O 10.687 0.578 -3.114 0.418 0.106 -0.215
O 26.165 7.027 -5.691 -0.452 0.101 -0.052
O -32.518 5.416 -3.288 0.072 -0.008 -0.157
O -18.603 -0.168 25.146 0.312 -0.019 0.156
O 1.792 -2.207 -6.554 -0.142 -0.376 0.509
O -26.873 1.838 -5.603 -0.278 -0.138 0.258
O -2.235 2.367 -0.321 -0.132 0.051 -0.31
O 27.833 -4.366 -6.221 -0.484 -0.047 0.322
O 12.998 1.584 -6.042 -0.085 0.435 0.158
O -10.038 0.937 -3.497 -0.127 0.344 -0.192
O 8.67 2.458 -3.33 -0.017 0.507 -0.352
O -5.445 -1.536 25.511 -0.204 -0.392 -0.286
O 3.554 2.938 -2.971 0.386 0.166 -0.031
O 15.825 4.804 -3.47 -0.323 0.065 -0.16
O 9.798 6.425 -5.695 -0.156 -0.225 -0.486
O 7.809 -7.809 25.798 -0.621 0.129 -0.351
O 7.829 -1.669 -6.216 0.394 -0.223 0.154
O 10.979 -2.818 -3.807 0.101 0.327 -0.092
O 1.056 -3.189 -2.811 0.108 -0.008 -0.301
O 10.553 2.523 21.956 0.288 0.088 0.53
O 6.396 -1.43 -4.006 -0.125 -0.08 0.007
O -5.595 -0.598 -4.758 -0.231 0.376 0.648
O -21.42 -6.732 24.997 -0.191 -0.096 -0.118
O 13.458 -7.878 -0.389 -0.277 0.207 -0.204
O 17.827 -1.869 -3.983 0.291 -0.416 -0.71
O 9.911 -1.553 -1.779 -0.366 -0.007 0.361
O 11.432 4.315 -5.863 0.638 -0.015 -0.112
O 2.558 -6.957 -1.119 0.447 -0.415 -0.013
O 1.126 1.58 -5.229 0.249 0.181 0.101
O 11.029 -2.253 25.289 0 -0.201 0.439
O 16.659 -4.009 -3.027 -0.16 -0.515 0.393
O 21.03 -0.302 -3.263 0.048 -0.245 -0.374
O -30.662 5.336 25.499 0.243 0.699 -0.08
O -3.72 -4.784 23.992 -0.745 0.247 0.12
O 19.483 -0.477 -6.77 0.598 -0.011 -0.05
O 32.193 -5.928 24.769 -0.163 -0.341 -0.067
O -26.552 -4.037 -2.795 -0.215 -0.558 0.341
O -15.875 6.696 -5.279 0.089 0.123 -0.361
O 15.83 2.405 -2.494 0.237 0.29 0.5
O 19.54 4.403 -5.299 -0.539 0.021 -0.276
O 18.547 0.452 -2.963 -0.376 0.26 0.278
O 12.759 -2.358 -5.785 -0.334 0.268 -0.193
O 18.327 -7.799 -6.142 -0.588 -0.136 0.165
O 25.024 -1.149 -5.453 0.253 0.125 -0.636
O 25.086 -1.702 24.894 0.373 -0.453 0.194
O 27.171 -0.125 25.33 0.244 0.147 -0.192
O 17.049 7.803 25.234 0.331 0.467 -0.026
O 27.215 -2.703 22.176 0.066 0 0.225
O 30.125 5.634 -3.033 -0.375 0.487 -0.461
O -16.827 -4.28 24.734 0.006 -0.393 0.217
O 16.048 -0.141 -3.205 -0.1 -0.449 0.112
O 27.459 -5.371 -3.473 0.043 0.17 -0.123
O 22.617 -0.743 -1.115 -0.047 0.628 -0.13
O -31.91 -1.306 -4.489 -0.4 -0.542 0.636
O 30.86 3.164 -3.353 0.167 -0.187 -0.407
O -27.94 5.945 -3.407 -0.152 0.332 -0.3
O 24.093 5.257 -5.807 -0.136 0.113 0.192
O -29.504 2.372 -5.62 -0.246 0.399 0.543
O 27.663 -8.002 -3.869 -0.277 -0.379 0.266
O 26.069 -3.131 -3.898 -0.017 -0.178 -0.211
O 31.608 7.833 -2.933 -0.034 0.08 0.181
O 18.849 2.912 -0.373 0.281 0.181 -0.297
O -27.605 0.24 -0.488 -0.206 -0.104 -0.279
O -31.316 -4.026 -2.566 -0.044 -0.007 -0.585
O -9.281 2.392 -5.76 -0.573 0.472 -0.025
O -8.073 -5.468 24.96 0.549 -0.302 0.25
O 25.289 5.859 -3.534 -0.025 -0.287 0.22
O -27.184 2.452 25.348 0 0.366 0.403
O 22.69 -2.099 -6.092 0.333 -0.012 -0.384
O 30.7 6.592 25.684 0.718 0.481 -0.369
O 17.445 -2.002 -1.412 -0.134 0.374 -0.155
O 0.488 4.973 -6.06 0.598 0.31 0.18
O -13.714 8.046 -0.294 0.004 -0.003 -0.171
O 23.007 -6.562 -4.472 0.465 -0.564 -0.323
O 22.03 2.432 25.256 0.466 -0.164 -0.069
O 9.916 -4.16 -1.685 0.157 -0.115 -0.233
O 4.406 -7.95 -2.836 0.475 0.162 0.026
O 28.763 6.973 -5.871 0.269 -0.495 0.454
O 10.27 -8.154 -3.789 -0.115 0.355 0.147
O -22.367 5.986 -1.312 0.245 -0.123 -0.005
O -21.371 5.091 -3.732 0.633 -0.471 -0.13
O -23.326 4.222 -5.266 -0.448 0.089 -0.174
O 17.263 6.936 -2.647 -0.111 -0.05 -0.382
O -25.8 6.982 -2.451 0.037 -0.192 -0.21
O -21.254 6.293 24.448 0.047 0.186 -0.229
O -27.053 5.847 25.072 -0.475 -0.287 -0.152
O -20.012 -6.718 -1.455 0.653 0.147 -0.064
O -21.628 -8.053 -2.906 -0.284 -0.2 0.682
O -30.102 -2.587 -5.953 -0.633 0.065 -0.275
O -22.476 2.09 -4.019 0.455 0.204 0.294
O -9.361 -6.954 -5.426 -0.55 -0.315 0.269
O -17.683 7.373 -1.316 0.01 0.357 -0.06
O -18.087 5.517 -6.04 -0.26 -0.393 0.04
O -17.606 5.815 -3.495 -0.006 -0.353 0.2
O 31.749 6.136 -0.999 0.651 -0.265 -0.109
O -14.856 -7.845 -3.601 -0.116 -0.267 0.252
O -10.145 4.873 -1.679 0.071 0.105 -0.284
O -19.36 -2.868 -3.169 -0.484 -0.178 -0.12
O -20.937 -1.33 -4.452 -0.302 0.312 -0.084
O -16.285 -0.349 -3.592 0.336 0.113 -0.795
O 29.832 -6.605 -3.597 0.016 0.251 -0.247
O -12.792 -6.613 -2.482 0.208 -0.45 -0.4
O -15.66 -2.534 26.196 -0.272 0.198 -0.117
O -0.759 5.546 -3.71 -0.397 -0.426 -0.283
O -10.952 5.711 25.78 -0.244 0.065 -0.417
O -16.141 4.065 -4.917 0.467 0.044 -0.476
O -13.579 1.909 -0.981 -0.28 -0.369 0.026
O -4.248 -2.394 -6.133 -0.125 0.376 -0.426
O -17.041 -2.408 -2.169 -0.218 0.373 0.749
O -1.215 1.008 -6.179 -0.426 0.157 -0.039
O 1.566 3.873 -1.364 -0.191 0.51 -0.281
O -26.716 8.054 -5.912 -0.02 -0.635 0.162
O 6.653 -6.333 -1.679 0.477 0.009 -0.482
O 12.413 -1.024 -1.491 0.09 0.175 -0.477
O -15.159 1.528 -5.523 -0.418 -0.162 -0.039
O -11.114 6.302 -6.356 0.512 -0.011 0.308
O -7.528 7.528 -6.452 -0.192 -0.218 0.038
O -11.615 5.559 -3.946 0.203 -0.061 -0.118
O -29.067 -3.626 -1.286 0.5 -0.037 -0.62
O -1.647 -6.699 -5.369 -0.266 -0.05 -0.502
O 22.91 4.207 -1.596 0.084 -0.539 -0.222
O -12.8 -0.078 -5.273 0.219 0.148 -0.124
O 27.871 3.09 25.455 -0.336 -0.375 0.406
O 29.941 -2.678 -0.467 -0.124 -0.235 -0.374
O -1.667 -2.441 -3.147 -0.091 0.628 -0.586
O -6.118 1.385 -6.304 -0.133 0.19 -0.112
O 2.382 -5.702 25.645 0.285 -0.167 0.182
O -1.595 7.915 -3.334 -0.458 0.581 0.145
O 21.516 -2.746 -2.327 -0.31 -0.116 0.423
O 24.608 2.622 -0.535 -0.158 -0.064 -0.524
O -2.592 8.06 -0.245 -0.111 0.076 -0.479
O 17.392 0.28 -5.405 -0.501 0.197 -0.004
O 27.455 -7.02 -6.281 -0.442 0.147 -0.106
O 28.56 1.083 -3.354 0.513 -0.189 0.077
O -0.627 -1.477 -5.717 -0.029 -0.526 0.275
O -12.247 6.312 -1.478 -0.32 0.154 -0.359
O -2.251 2.388 25.237 -0.285 0.486 -0.258
O -2.19 7.171 -5.797 0.15 -0.143 -0.014
O 24.818 -7.863 -3.293 0.301 0.04 -0.213
O 5.345 -4.961 25.112 -0.167 0.241 0.437
O -0.804 0.336 26.002 0.04 -0.22 -0.503
O 24.429 -2.602 -0.5 -0.22 0.06 -0.142
O -24.735 -6.645 -6.474 0.585 0.074 0.166
O 24.814 -5.234 -3.15 -0.469 0.415 -0.281
O -23.619 5.594 25.42 -0.106 0.491 0.198
O 15.026 6.448 -1.418 -0.39 -0.151 -0.083
O 0.355 -5.636 -0.285 0.071 0.124 -0.255
O -20.68 -1.124 -1.713 -0.552 0.139 -0.151
O -26.494 4.641 -1.423 -0.329 -0.32 -0.15
O 6.844 -1.661 -1.416 0.312 0.166 0.001
O 12.285 4.302 22.793 -0.008 0.304 -0.035
O 6.673 2.705 -7.032 0.14 -0.202 -0.432
O 5.653 5.308 -0.317 -0.021 -0.061 -0.123
O -9.195 1.319 25.686 -0.047 0.324 -0.23
O -22.241 -7.409 -5.302 -0.502 -0.232 -0.406
O -0.782 7.337 25.434 0.199 -0.127 0.156
O 12.682 -0.172 25.107 0.542 0.026 0.336
O 32.329 -5.94 -3.347 -0.061 0.394 -0.506
O 12.503 0.128 22.558 0.062 0.309 -0.206
O -29.222 -7.408 -5.723 -0.423 0.42 0.278
O -9.241 -4.19 -5.098 0.561 0.349 -0.14
O -5.509 -4.675 -6.434 -0.418 0.283 0.191
O -24.183 -7.382 -3.338 0.088 0.482 -0.418
O -13.044 2.129 -6.821 0.257 -0.191 0.235
O 9.833 6.091 -1.144 -0.206 -0.499 -0.032
O 13.482 2.667 -0.268 0.172 -0.163 -0.464
O -4.933 4.618 25.449 -0.229 -0.096 -0.131
O 12.389 -4.804 -4.661 0.005 -0.204 0.202
O 18.846 2.122 -6.463 0.118 0.198 -0.488
O -14.926 -7.297 -6.178 -0.051 -0.068 -0.199
O 9.1 3.647 -6.823 -0.076 0.137 0.031
O -17.374 0.844 -1.459 0.55 -0.258 -0.122
O 13.776 1.017 -3.445 -0.632 0.001 0.154
O 28.392 -0.802 -1.461 0.123 -0.023 -0.555
O -29.913 -2.833 24.664 0.754 0.437 -0.044
O -15.209 -6.479 -1.357 -0.44 0.217 -0.151
O 23.478 -3.728 24.508 -0.367 -0.137 -0.015
O 7.078 4.928 -5.64 0.213 -0.22 0.268
O -7.977 2.553 -3.568 0.016 0.316 -0.249
O 17.334 -6.91 -1.525 -0.179 0.289 -0.445
O -19.009 8.109 -3.428 0.459 0.431 -0.758
O 15.964 -5.07 -0.365 0.216 0.303 -0.576
O 1.897 -0.608 -4.174 -0.452 -0.4 -0.442
O 19.407 -2.899 -0.123 0.164 0.146 0.111
O 19.262 7.787 -1.101 0.086 0.254 -0.278
O 6.117 -3.837 -2.716 -0.332 -0.068 -0.314
O 26.58 1.083 -1.44 0.063 0.126 -0.266
O -18.425 2.607 25.129 0.392 0.131 -0.189
O -12.311 1.355 23.008 -0.423 -0.263 -0.038
O -4.192 -6.485 -1.292 -0.197 -0.322 -0.54
O 20.603 -6.865 -5.428 0.151 -0.073 -0.087
O 23.088 -6.621 -1.734 0.005 -0.089 -0.226
O -2.456 -7.137 24.476 0.088 -0.332 -0.33
O -3.689 4.034 -3.87 0.19 -0.147 0.126
O -27.382 7.264 22.816 0.36 0.734 -0.288
O 31.279 6.654 -6.73 0.148 -0.668 0.399
O 30.011 8.052 -0.368 0.221 0.045 -0.381
O -18.052 -4.609 -1.418 -0.244 -0.708 -0.045
O 27.45 -1.816 -5.671 0.146 0.451 -0.019
O 25.547 -4.499 22.995 0.492 -0.424 0.084
O 28.913 7.717 23.991 0.233 0.246 -0.184
O 27.295 5.453 -0.458 0.207 0.306 -0.539
O -31.799 -1.727 23.193 -0.76 -0.001 -0.1
O -23.374 -0.312 -3.479 0.644 -0.297 0.531
O 26.396 -4.104 -1.427 0.46 0.041 0.013
O 28.19 -6.842 -1.496 -0.582 -0.104 -0.098
O -31.932 2.756 -3.079 0.372 -0.351 -0.129
O 31.705 -4.431 -1.285 -0.359 -0.193 -0.619
O -32.556 -0.082 -0.268 0.247 0.161 -0.589
O -30.907 -1.822 -1.119 0.328 0.154 -0.222
O -31.034 4.452 -1.358 -0.15 0.411 -0.138
O -23.09 1.335 -1.546 0.576 -0.188 -0.108
O -26.031 -1.791 -1.397 -0.358 -0.134 -0.267
O -2.978 -0.437 -4.892 -0.081 0.255 -0.112
O -31.663 -6.249 -1.137 -0.278 -0.265 -0.135
O -5.305 -5.366 -3.383 0.176 0.139 -0.282
O -13.417 5.308 25.112 -0.254 -0.102 0.556
O -12.382 3.739 -2.342 0.201 -0.459 -0.101
O 31.178 -0.838 -5.775 -0.342 -0.269 0.378
O 30.293 -4.208 25.352 -0.149 -0.345 -0.172
O 8.377 -2.873 -3.34 0.067 0.085 -0.667
O 4.234 0.406 -3.678 0.083 -0.05 0.141
O -24.708 2.931 -0.466 -0.305 0.048 -0.315
O -30.012 -8.123 -0.296 0.157 -0.292 -0.199
O -13.49 -2.937 -0.37 -0.119 -0.336 -0.29
O -23.984 7.988 -0.873 -0.065 0.288 0.293
O -4.232 -2.222 -3.439 -0.257 0.182 0.018
O -27.425 -5.281 -0.205 -0.003 0.108 -0.242
O -25.984 -6.884 -1.461 0.024 0.312 -0.724
O 16.129 -1.907 25.399 -0.318 0.581 0.068
O -23.243 -1.798 -5.63 -0.356 -0.254 -0.324
O 15.376 -6.547 25.037 -0.535 -0.07 -0.133
O 2.299 -3.193 25.438 -0.268 -0.142 -0.308
O 12.798 -7.219 -3.657 0.234 0.063 0.457
O -19.012 2.654 -0.434 -0.059 0.132 -0.635
O -21.87 6.122 -6.217 0.496 0.294 -0.237
O -20.951 3.875 -1.458 -0.367 -0.404 -0.464
O 7.738 7.202 -4.345 -0.151 0.143 0.29
O -20.331 -6.11 -4.115 0.21 0.402 0.219
O -7.926 -5.872 -3.546 -0.077 0.079 0.531
O 21.627 5.445 -6.321 0.155 0.169 -0.475
O -19.192 -2.694 -0.255 -0.135 -0.052 -0.39
O 23.11 6.722 -2.334 -0.009 0.191 0.119
O -28.022 6.686 -1.013 -0.033 0.102 -0.297
O -14.784 -1.285 -1.729 0.152 0.316 -0.357
O -6.647 7.039 25.688 0.483 -0.143 0.161
O -25.349 0.773 24.538 -0.207 -0.005 0.71
O -3.324 4.946 -6.319 0.074 -0.066 -0.385
O -16.435 5.486 -0.123 0.053 -0.106 -0.082
O -27.833 4.24 -5.22 0.754 0.398 0.18
O -11.291 0.651 -1.192 0.315 -0.354 -0.291
O -14.772 -5.213 -3.568 0.371 0.236 0.062
O 8.467 0.157 -4.489 0.02 -0.295 0.218
O -11.679 -4.506 -1.391 0.355 0.179 -0.338
O -14.774 4.181 -1.383 -0.324 0.35 -0.543
O 4.274 -1.89 24.189 0.159 0.081 0.03
O 6.06 7.196 -6.381 -0.348 -0.009 -0.041
O -6.853 6.423 -1.467 0.13 -0.255 -0.256
O -17.205 1.981 -3.847 -0.377 0.377 -0.001
O -24.772 -2.447 -3.606 -0.138 -0.444 -0.55
O -8.242 -8.058 -0.405 0.135 0.24 0.004
O 15.89 5.445 25.12 -0.005 -0.223 0.031
O 17.083 4.768 -1.174 0.076 0.161 -0.296
O -22.064 -5.321 -0.595 -0.086 0.026 -0.183
O -9.475 -1.065 -1.692 0.511 0.014 -0.202
O -7.928 -2.809 -0.546 -0.18 0.085 -0.498
O -30.75 -5.178 24.008 -0.399 0.334 -0.482
O 20.545 -2.866 -4.773 -0.347 0.501 -0.036
O 17.529 -3.909 24.443 0.418 -0.34 -0.065
O -3.743 4.286 -1.3 -0.107 -0.068 -0.166
O 20.045 6.936 -4.861 -0.008 0.099 0.394
O 20.566 1.505 -1.562 0.305 -0.209 -0.293
O -1.096 6.216 -1.217 -0.146 -0.428 -0.086
O -19.337 5.169 25.761 0.639 -0.014 0.272
O -6.045 -4.617 -1.071 -0.043 -0.329 -0.294
O -10.626 2.954 21.879 -0.157 0.185 0.309
O 12.215 6.735 -4.841 0.721 0.042 -0.366
O -13.323 -5.181 -6.226 0.191 -0.309 0.063
O -31.377 -7.558 23.487 0.164 -0.372 0.127
O -29.357 6.304 -5.672 0.383 -0.268 -0.192
O 14.917 0.571 -0.972 0.085 -0.481 0.024
O -5.137 -0.166 -0.388 -0.315 0.135 -0.168
O -16.348 1.178 25.667 0.193 -0.106 0.417
O 26.436 4.389 -5.399 0.218 -0.094 0.198
O -17.341 -4.412 -3.899 -0.427 -0.745 -0.44
O 1.385 1.546 -2.628 -0.295 -0.291 0.789
O 7.458 3.829 -1.325 0.5 0.254 -0.249
O -12.12 -2.074 24.618 -0.158 0.139 0.662
O 19.134 -3.716 -2.668 0.084 -0.377 -0.041
O -6.16 -7.767 -2.824 0.263 0.07 0.59
O 3.539 -2.106 -2.98 0.662 -0.355 0.029
O 4.012 -1.588 -5.559 0.645 -0.196 -0.171
O 14.548 -0.334 -5.562 0.164 0.01 -0.615
O -23.314 6.696 -4.145 -0.572 -0.043 0.187
O 29.758 1.909 -5.763 0.584 0.136 0.154
O -30.876 -6.898 26.029 0.177 -0.701 0.296
O 15.228 2.441 -5.011 0.36 0.161 -0.668
O 13.7 -5.246 22.201 0.075 -0.038 0.425
O 21.931 -4.669 -6.055 0.062 0.008 -0.397
O -6.573 0.853 25.704 0.342 -0.017 -0.426
O 1.713 -1.196 -1.277 -0.175 0.463 -0.518
O 4.181 -5.477 -2.703 -0.1 0.41 -0.411
O 1.6 3.64 23.039 0.612 -0.274 0.483
O -28.354 -4.546 23.397 0.158 -0.318 0.175
O -10.515 -1.705 -5.377 0.618 0.45 -0.308
O -0.183 0.225 -0.254 0.1 -0.26 -0.683
O 20.944 5.823 -1.164 -0.114 -0.426 -0.053
O 6.093 2.012 -2.667 -0.145 -0.269 -0.257
O -20.946 -1.087 25.677 -0.023 0.02 0.43

Results
total energy: -406606.177 eV
total energy less fixed offsets of O -438.25, Si -107.07 eV per atom: 6.623 eV
